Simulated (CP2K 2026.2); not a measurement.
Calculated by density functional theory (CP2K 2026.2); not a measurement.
Periodic cell of 2016 atoms, Si1440O576, from a study of silicon, its oxide and their interface. The atomic structure is a simulated model.
Doubt: the forces sum to 4.83 eV/angstrom along one axis rather than to zero, so they err by at least 0.0024 eV/angstrom per atom on average; the grid cutoff is modest.

Settings
functional: PBE
method: Gaussian and plane waves
basis set: DZVP-MOLOPT-SR-GTH
pseudopotentials: GTH-PBE
grid cutoff: 300 Ry, relative cutoff 40 Ry
k points: Gamma only
occupations: fixed
spin: none
net charge: 0

Cell vectors (angstrom)
a 65.28 0 0
b 0 16.32 0
c -2.423 -2.8244 33.3353

Atoms and the computed forces on them: element, x, y, z (angstrom), force x, y, z (eV/angstrom)
Si 1.157 -1.194 0.366 0.287 -0.158 0.644
Si 3.896 1.457 0.077 0.152 -0.128 0.668
Si 0.656 4.557 -0.117 0.208 -0.167 0.658
Si 3.75 7.108 -0.018 0.045 -0.233 0.691
Si 1.453 -7.082 0.051 -0.121 0.157 0.689
Si 4.088 -4.328 0.171 -0.095 0.277 0.678
Si 6.949 -1.537 0.08 -0.334 0.212 0.674
Si 9.015 1.623 -0.07 0.323 -0.072 0.678
Si 6.903 3.972 0.008 -0.176 0.176 0.735
Si 9.758 6.705 0.052 -0.128 0.005 0.666
Si 6.37 9.846 0.195 0.148 -0.092 0.757
Si -7.089 -4.252 0.087 0.219 -0.036 0.584
Si -3.944 -1.625 0.265 -0.306 0.161 0.687
Si -1.242 0.968 0.182 -0.307 0.379 0.517
Si -4.483 4.506 0.044 0.098 -0.173 0.729
Si -1.454 6.786 0.404 0.009 0.032 0.522
Si -3.563 -7.314 0.203 0.072 0.118 0.71
Si -1.476 -3.658 0.08 0.309 -0.521 0.509
Si 2.718 0.053 1.516 0.027 0.022 -0.015
Si 5.354 2.787 1.335 -0.002 0.005 -0.039
Si 2.513 5.472 1.171 0.002 -0.041 -0.034
Si 5.293 8.179 1.411 -0.01 -0.003 -0.062
Si 2.567 -5.519 1.45 0.007 -0.013 -0.062
Si 5.308 -2.678 1.348 -0.003 -0.007 -0.034
Si 8.044 0.071 1.388 0.006 -0.021 -0.024
Si -5.542 2.77 1.272 0.018 -0.001 -0.09
Si 8.127 5.516 1.276 0.011 -0.006 -0.042
Si -5.187 8.146 1.71 0.027 0.05 -0.022
Si 8.02 -5.402 1.483 -0.024 -0.007 -0.071
Si -5.534 -2.929 1.341 -0.018 -0.006 -0.025
Si -2.84 -0.03 1.549 0.007 -0.012 -0.055
Si -0.182 2.789 1.285 0.041 -0.027 -0.025
Si -2.88 5.388 1.554 -0.011 -0.013 -0.057
Si 0.014 8.148 1.548 0.008 0.013 -0.058
Si -2.526 -5.496 1.255 -0.005 0.072 -0.055
Si -0.015 -2.727 1.623 0.005 0.02 -0.058
Si 1.272 1.483 2.704 -0.029 -0.029 0.039
Si 3.929 4.151 2.603 0.005 0.026 0.033
Si 1.351 6.737 2.8 0.029 -0.014 0.033
Si 3.968 9.499 2.824 -0.001 0.016 0.047
Si 1.319 -4.142 2.868 0.024 -0.001 0.023
Si 4.046 -1.35 2.803 0.001 0.003 0.015
Si 6.679 1.404 2.735 -0.007 0.004 0.013
Si 9.509 4.086 2.57 0.021 0 0.041
Si 6.747 6.827 2.665 0.004 -0.004 0.016
Si 9.474 -6.78 2.698 0.011 0.006 0.022
Si 6.674 -4.006 2.787 -0.018 0.012 0.041
Si -6.808 -1.44 2.694 -0.011 -0.026 0
Si -4.204 1.423 2.733 -0.033 0.034 0.012
Si -1.489 3.997 2.803 0.022 0.012 0.023
Si -4.043 6.717 3.062 0.035 -0.02 0.043
Si -1.311 -6.757 2.825 -0.034 0.011 0.017
Si -4.047 -4.214 2.655 0.005 -0.021 0.018
Si -1.427 -1.352 2.898 0.001 0.009 0.037
Si -0.029 0.066 4.124 0.014 0.015 -0.004
Si 2.658 2.785 4.068 0.007 0.007 -0.002
Si -0.068 5.391 4.114 0.004 0.011 -0.017
Si 2.672 8.108 4.179 -0.013 0.026 0.018
Si -0.018 -5.455 4.247 0.004 -0.02 0.004
Si 2.691 -2.725 4.145 0.006 0.003 0.003
Si 5.396 0.025 4.129 0.005 0.009 0.008
Si 8.14 2.762 3.992 0.006 0.018 -0.002
Si 5.361 5.458 3.996 -0.036 -0.013 0
Si 8.119 -8.154 4.039 -0.01 0.016 0.002
Si 5.355 -5.417 4.129 0.004 0.002 -0.001
Si 8.143 -2.647 4.041 0.003 -0.007 -0.016
Si -5.495 -0.035 4.071 0.017 -0.007 -0.003
Si -2.82 2.673 4.172 -0.017 0 0.016
Si -5.503 5.363 4.241 -0.006 -0.038 -0.004
Si -2.66 8.184 4.219 0.005 -0.004 -0.006
Si -5.428 -5.457 4.118 0.026 0.011 0.008
Si -2.791 -2.799 4.119 0 -0.019 -0.006
Si 1.353 -1.389 16.319 -0.004 0.011 -0.01
Si 4.077 1.331 16.302 -0.02 -0.011 -0.007
Si 1.356 4.048 16.322 -0.004 -0.005 -0.006
Si 4.073 6.788 16.326 -0.004 -0.004 -0.009
Si 1.357 -6.815 16.336 0.017 0.009 -0.02
Si 4.079 -4.121 16.33 0 -0.01 -0.003
Si 6.813 -1.381 16.312 -0.014 0.001 -0.007
Si -6.829 1.305 16.329 -0.014 -0.001 -0.009
Si 6.811 4.094 16.278 0.005 -0.002 -0.006
Si -6.839 6.793 16.348 0.013 0 -0.01
Si 6.819 -6.809 16.292 0.002 -0.012 -0.001
Si -6.834 -4.168 16.418 -0.005 -0.02 0.001
Si -4.08 -1.432 16.384 -0.001 0.003 -0.005
Si -1.376 1.325 16.347 -0.014 0.012 0.004
Si -4.101 4.055 16.308 0 0.008 -0.015
Si -1.42 6.765 16.333 -0.01 -0.008 -0.002
Si -4.142 9.477 16.386 -0.001 -0.003 -0.006
Si -1.393 -4.118 16.378 0.005 -0.009 -0.004
Si 2.716 -0.035 17.668 0.014 0.012 0.005
Si 5.433 2.733 17.613 -0.002 -0.001 -0.02
Si 2.713 5.405 17.687 0.005 0 -0.006
Si 5.463 8.15 17.652 0.002 0.003 0.001
Si 2.708 -5.461 17.721 -0.012 -0.009 -0.003
Si 5.457 -2.77 17.673 -0.005 0.014 -0.016
Si 8.192 0.001 17.636 0.021 -0.002 0.008
Si -5.439 2.67 17.64 0.003 0.011 -0.006
Si 8.192 5.438 17.635 -0.025 0.001 -0.001
Si -5.554 8.172 17.772 -0.019 0.001 -0.014
Si 8.17 -5.456 17.671 0.011 0.01 -0.013
Si -5.423 -2.834 17.739 0.007 -0.008 0.002
Si -2.71 -0.056 17.726 0.012 -0.008 -0.002
Si -0.035 2.723 17.686 0.013 0.003 0.019
Si -2.832 5.451 17.705 0.001 0.011 0.01
Si -0.004 -8.221 17.642 -0.013 0.018 -0.016
Si -2.77 -5.495 17.733 -0.01 0.009 -0.001
Si 0.007 -2.749 17.693 0.013 -0.014 -0.017
Si 1.356 1.35 19.007 -0.013 -0.002 -0.041
Si 4.117 4.071 19.033 0.004 -0.006 -0.003
Si 1.296 6.726 19.03 0.006 -0.022 -0.004
Si 4.08 -6.861 19.034 0.017 -0.002 -0.036
Si 1.34 -4.084 19.093 0.027 -0.013 -0.022
Si 4.07 -1.432 19.011 -0.035 -0.01 -0.029
Si 6.811 1.397 18.935 0.01 -0.015 -0.017
Si -6.8 4.005 18.987 0.008 0.014 -0.025
Si 6.833 6.789 19.005 0.001 0.002 -0.037
Si -6.864 9.448 19.311 0.01 -0.003 -0.005
Si 6.813 -4.132 19.05 -0.02 -0.001 -0.006
Si 9.572 -1.347 19.005 0.016 0.008 -0.01
Si -4.098 1.328 19.024 -0.001 0.001 -0.013
Si -1.43 4.118 19.015 0.003 0 -0.046
Si -4.266 6.764 19.099 0.009 -0.032 -0.021
Si -1.373 -6.9 18.99 0 0.011 -0.01
Si -4.12 -4.205 19.19 -0.028 -0.017 -0.021
Si -1.327 -1.417 19.085 -0.006 0.024 -0.001
Si 0.028 -0.02 20.413 0.01 0.023 0.057
Si 2.703 2.751 20.358 -0.03 -0.004 0.057
Si -0.111 5.469 20.448 -0.033 -0.009 0.055
Si 2.729 7.992 20.343 0.028 -0.016 0.036
Si -0.041 -5.54 20.355 -0.01 0.01 0.026
Si 2.719 -2.726 20.493 0.002 0.036 0.027
Si 5.447 -0.003 20.245 -0.004 0.001 0.052
Si 8.293 2.714 20.216 -0.009 -0.013 0.04
Si 5.53 5.386 20.388 0.013 0.007 0.065
Si 8.141 8.151 20.436 0.009 -0.009 0.048
Si 5.431 -5.477 20.416 -0.018 -0.001 0.061
Si 8.213 -2.761 20.341 0.01 -0.007 0.046
Si -5.434 -0.065 20.345 -0.002 -0.014 0.041
Si -2.78 2.735 20.347 0.012 0.008 0.056
Si -5.635 5.371 20.5 0.009 0.02 0.052
Si -2.789 -8.214 20.324 -0.005 -0.006 0.03
Si -5.472 -5.536 20.742 0.016 0.023 0.063
Si -2.657 -2.811 20.437 -0.006 -0.004 0.024
Si 1.654 -1.052 21.781 -0.215 -0.259 -0.677
Si 3.903 1.153 21.556 0.083 0.136 -0.7
Si 1.05 3.853 21.646 0.231 0.152 -0.769
Si 4.241 6.808 21.726 -0.152 -0.18 -0.586
Si 1.573 -6.725 21.55 -0.236 -0.216 -0.598
Si 3.809 -4.404 21.747 0.313 0.363 -0.591
Si 6.985 -1.194 21.531 -0.158 -0.127 -0.684
Si -7.067 1.054 21.589 0.092 0.046 -0.708
Si 7.286 4.318 21.539 -0.13 0.065 -0.678
Si -7.392 6.22 21.923 0.119 0.139 -0.682
Si 6.435 -7.155 21.705 0.217 0.183 -0.653
Si 9.808 -3.813 21.719 -0.162 -0.203 -0.692
Si -4.178 -1.551 21.664 0.13 0.208 -0.695
Si -1.145 1.626 21.587 -0.164 -0.159 -0.797
Si -3.975 4.25 21.703 -0.171 -0.228 -0.72
Si -1.791 6.556 21.756 0.328 0.142 -0.653
Si -3.734 -6.737 21.873 -0.352 -0.127 -0.626
Si -1.562 -4.437 21.752 0.146 0.179 -0.67
Si -4.039 -5.139 -6.023 0.057 -0.064 -0.015
Si 6.281 -7.025 24.586 -0.055 0.175 -0.104
Si -14.001 7.313 26.076 -0.018 -0.015 0.003
Si -6.984 -3.095 24.916 -0.01 -0.065 -0.237
Si 1.314 -1.812 24.838 0.061 0.036 -0.004
Si -3.797 4.21 -2.952 -0.045 -0.04 0.004
Si -7.252 0.851 -3.006 0.005 0.043 0.042
Si -0.94 -6.642 26.004 0.047 0.028 -0.082
Si -1.315 -1.158 25.905 0.135 -0.083 -0.095
Si 3.744 3.416 -4.045 0.061 0.055 0.064
Si 3.839 -4.984 24.664 0.111 -0.021 -0.145
Si 2.664 5.394 -6.084 -0.02 0.152 0.024
Si 1.105 -3.856 -4.16 -0.061 0.014 0.113
Si -2.779 7.899 24.192 0.076 0.026 -0.188
Si -2.94 0.361 23.816 -0.021 -0.015 -0.18
Si 6.324 6.586 -4.986 -0.064 -0.094 0.147
Si 5.14 -0.488 -2.082 0.003 0.021 0.116
Si 5.281 5.5 -2.279 0.008 -0.013 0.062
Si 6.382 -1.401 24.426 -0.011 0.057 -0.092
Si -4.207 5.627 25.939 0.002 0.098 -0.028
Si 5.906 6.389 25.395 0.109 -0.031 0.075
Si -5.294 2.431 23.822 0.103 -0.035 -0.154
Si -4.538 1.414 -4.17 -0.037 0.049 0.141
Si -4.912 -7.336 -4.206 -0.015 0.055 0.103
Si -4 -1.339 -2.721 0.102 0.082 0.027
Si 6.025 1.27 -4.277 -0.012 0.033 0.065
Si 0.563 -6.619 -2.883 0.05 -0.035 0.047
Si -0.728 2.095 -5.228 -0.046 -0.027 0.046
Si 0.13 6.734 -6.236 0.054 0.042 -0.048
Si 4.909 1.406 24.421 -0.1 -0.042 -0.052
Si -5.667 5.982 -4.699 0.078 -0.053 0.058
Si 2.786 -2.589 -1.942 -0.063 -0.032 0.082
Si 1.786 2.531 -1.916 -0.057 0.086 0.054
Si -0.726 -3.782 24.723 0.015 0.004 -0.009
Si 7.079 -6.55 -2.717 0.079 -0.034 -0.031
Si 2.122 7.982 -4.662 0.016 -0.117 -0.061
Si -3.928 4.791 -6.845 -0.007 -0.048 0.057
Si -9.736 -5.719 24.49 -0.03 0.056 -0.043
Si 4.044 -2.485 26.096 -0.19 0.063 -0.027
Si 1.681 -7.013 24.489 -0.048 -0.042 -0.029
Si 2.658 5.093 23.999 0.087 0.048 -0.144
Si 2.788 2.649 25.81 -0.027 0.107 -0.102
Si -1.104 -2.485 -2.704 -0.001 0.021 0.149
Si -8.343 7.24 -4.973 -0.058 0.02 -0.027
Si -6.014 -6.82 -1.478 -0.038 0.007 0.249
Si -6.857 6.567 24.988 -0.02 0.103 -0.065
Si -3.379 1.819 -6.904 0.076 -0.017 0.066
Si 6.645 3.748 24.334 0.06 -0.017 -0.017
Si -1.588 4.955 -4.661 0 -0.056 0.015
Si -0.601 0.609 -2.529 -0.049 0.042 -0.025
Si -6.623 -2.054 -3.943 0 0.073 -0.063
Si 3.001 7.132 25.902 -0.034 0.039 -0.084
Si 4.865 -6.999 -4.775 0.059 -0.014 0.083
Si -2.128 -6.641 -4.518 0.033 0.055 0.006
Si 1.324 -1.333 5.465 -0.014 0.005 0
Si 4.016 1.399 5.432 -0.005 -0.003 0.008
Si 1.314 4.08 5.485 -0.009 -0.002 -0.001
Si 4.077 6.778 5.474 0.006 -0.013 0.007
Si 1.339 9.478 5.547 0.007 -0.008 0.015
Si 4.04 -4.068 5.513 -0.007 -0.011 0.017
Si 6.802 -1.316 5.444 0 -0.007 0.004
Si 9.531 1.418 5.344 -0.014 -0.015 0.008
Si 6.756 4.103 5.355 -0.003 0 0.001
Si -6.869 6.759 5.52 0.002 0.001 -0.003
Si 6.772 -6.787 5.419 0 -0.003 0.011
Si -6.803 12.231 5.454 -0.006 0.014 0.001
Si -4.132 -1.393 5.451 0.018 0.01 0.003
Si -1.417 1.345 5.509 0.013 -0.001 0.012
Si -4.126 4.026 5.564 0.005 0.016 0.024
Si -1.338 6.781 5.532 -0.002 0.003 0.016
Si -4.103 -6.817 5.514 0.003 0.001 -0.006
Si -1.417 -4.092 5.528 -0.005 0.022 0.015
Si 2.691 0.021 6.817 0.005 0.002 -0.007
Si 5.423 2.742 6.761 0 0.002 -0.009
Si 2.699 5.43 6.831 -0.003 0.014 -0.009
Si 5.434 -8.155 6.803 -0.002 0.008 -0.002
Si 2.697 -5.446 6.864 -0.007 -0.005 0.003
Si 5.44 -2.693 6.807 0.007 0.001 -0.005
Si 8.187 0.052 6.749 0.007 0 0.003
Si -5.481 2.646 6.875 0.02 -0.007 0
Si -8.208 5.377 6.851 0.004 -0.002 -0.01
Si -5.474 8.128 6.845 0.002 -0.004 -0.003
Si -8.167 10.856 6.806 -0.003 -0.004 -0.003
Si 10.886 -2.666 6.707 0.002 0.01 -0.002
Si -2.761 -0.051 6.837 0.008 -0.012 -0.004
Si -0.041 2.715 6.846 -0.005 0.003 -0.005
Si -2.742 5.424 6.861 -0.003 -0.001 -0.009
Si -0.006 8.128 6.91 0.011 -0.003 -0.01
Si -2.759 -5.459 6.883 0.007 0.002 -0.006
Si -0.034 -2.707 6.835 -0.004 -0.001 0.004
Si 1.328 1.355 8.193 -0.014 -0.016 0.003
Si 4.073 4.07 8.164 -0.003 -0.006 -0.004
Si 1.365 6.774 8.23 0.003 0.017 0.011
Si 4.076 -6.809 8.186 0 0.002 0.003
Si 1.325 -4.078 8.195 -0.002 -0.013 -0.009
Si 4.068 -1.342 8.161 0.002 0.006 -0.001
Si 6.799 1.384 8.113 0.002 0.002 -0.001
Si -6.834 4.031 8.211 -0.004 -0.009 -0.001
Si 6.803 6.802 8.136 0.002 0.004 0
Si -6.825 9.499 8.19 0 0 -0.008
Si 6.793 -4.069 8.148 -0.005 -0.003 0.007
Si 9.531 -1.328 8.1 -0.002 0.002 -0.001
Si -4.106 1.303 8.218 -0.013 0.006 -0.001
Si -1.385 4.067 8.218 0.017 0.01 -0.002
Si -4.11 6.777 8.21 0.006 -0.008 0.002
Si -1.389 -6.82 8.229 -0.008 -0.021 -0.001
Si -4.118 -4.087 8.213 0.01 -0.004 -0.002
Si -1.393 -1.379 8.212 -0.003 0.005 0.003
Si -0.023 -0.014 9.553 -0.005 0.003 0.006
Si 2.711 2.713 9.533 0.007 0.003 -0.007
Si -0.014 5.42 9.572 0.006 0.002 -0.005
Si 2.718 -8.164 9.56 0.002 -0.014 0
Si -0.023 -5.448 9.565 -0.008 0.013 -0.001
Si 2.709 -2.715 9.525 -0.003 0 -0.002
Si 5.444 0.02 9.496 0.008 -0.003 0
Si -8.19 2.676 9.569 -0.002 -0.004 0.003
Si 5.436 5.444 9.505 -0.008 0.002 0
Si -8.177 8.126 9.542 0.001 -0.005 -0.001
Si 5.438 -5.431 9.518 0.001 0.001 0
Si 8.169 -2.694 9.471 0.003 -0.003 -0.001
Si -5.466 -0.041 9.582 0.012 -0.008 0.002
Si -2.745 2.687 9.558 0.007 -0.008 -0.007
Si -5.465 5.4 9.556 0.005 0.001 0.001
Si -2.751 8.134 9.574 -0.005 0.011 0.002
Si -5.469 -5.464 9.558 -0.003 0.012 -0.004
Si -2.748 -2.743 9.573 0.007 0.003 0.002
Si 1.348 -1.374 10.901 -0.003 -0.003 0
Si 4.08 1.354 10.88 -0.007 -0.006 0.002
Si 1.355 4.06 10.91 -0.006 -0.003 0.001
Si 4.08 -9.534 10.892 0.002 0.017 0.006
Si 1.343 -6.811 10.914 0.008 -0.001 -0.001
Si 4.067 -4.082 10.88 -0.003 -0.007 0.002
Si 6.802 -1.351 10.846 0 -0.004 0.002
Si -6.827 1.32 10.935 0.002 0.008 0.002
Si -9.548 4.044 10.916 -0.002 0.001 -0.002
Si -6.821 6.769 10.905 0.003 0 -0.002
Si -9.528 9.488 10.902 0.002 0.005 -0.004
Si 9.525 -4.065 10.819 -0.007 0.003 0.003
Si -4.108 -1.397 10.941 -0.01 0.013 0.007
Si -1.383 1.334 10.917 0.008 0.002 0.003
Si -4.103 4.044 10.918 0.005 -0.005 0
Si -1.38 6.779 10.925 0.006 -0.011 -0.001
Si -4.109 9.501 10.922 0.004 -0.005 0.003
Si -1.385 -4.1 10.93 -0.018 -0.005 0.005
Si 2.722 -0.015 12.246 -0.003 0 -0.003
Si 5.444 2.723 12.225 0.001 -0.002 -0.007
Si 2.71 5.432 12.26 0.004 -0.004 0.001
Si 5.444 -8.156 12.219 0.001 -0.002 -0.007
Si 2.711 -5.445 12.256 -0.002 0.005 0.001
Si 5.442 -2.717 12.216 0 0.006 -0.006
Si 8.162 0.013 12.199 0.001 0.006 -0.005
Si -5.459 2.684 12.282 0.001 0.006 0.005
Si -8.182 5.413 12.262 -0.001 0.007 -0.001
Si -5.469 8.131 12.268 -0.001 -0.001 0
Si -8.175 10.844 12.268 -0.001 -0.007 -0.006
Si 10.878 -2.697 12.175 0.008 0 -0.005
Si -2.74 -0.03 12.28 0.001 -0.002 -0.005
Si -0.009 2.694 12.258 0.003 0.002 -0.005
Si -2.74 5.408 12.274 0.005 0.009 -0.001
Si -0.023 8.148 12.278 -0.008 0.005 -0.001
Si -2.749 -5.463 12.287 0.002 0.003 -0.001
Si -0.01 -2.736 12.269 0.012 0.005 -0.004
Si 1.351 1.332 13.607 -0.003 0.001 0.002
Si 4.079 4.067 13.6 0.001 0.002 0.007
Si 1.341 6.785 13.629 -0.001 0 0.009
Si 4.082 -6.813 13.594 0.007 -0.012 0
Si 1.345 -4.1 13.629 -0.006 -0.004 0.013
Si 4.084 -1.379 13.599 -0.001 -0.004 0.005
Si 6.803 1.356 13.577 0.001 -0.013 0.003
Si -6.821 4.058 13.623 -0.004 0.009 0
Si 6.799 -9.517 13.566 -0.005 0.013 0.002
Si -6.827 9.485 13.633 0.005 0.005 0.002
Si 6.799 -4.084 13.57 -0.006 -0.004 0.007
Si 9.519 -1.355 13.554 -0.007 -0.003 0.004
Si -4.105 1.315 13.643 0.007 0 0.006
Si -1.37 4.044 13.62 0.016 -0.015 0.002
Si -4.105 6.776 13.621 0.004 -0.007 0.005
Si -1.39 9.499 13.644 -0.015 0.01 0.005
Si -4.111 -4.119 13.661 -0.007 -0.003 0.006
Si -1.374 -1.389 13.633 -0.006 0.007 0.005
Si -0.01 -0.021 14.976 0.008 -0.006 0.001
Si 2.713 2.695 14.953 0.008 -0.01 -0.002
Si -0.026 5.412 14.983 -0.009 0.004 0.009
Si 2.72 8.153 14.966 0.002 0.019 0.003
Si -0.024 -5.459 14.997 -0.002 -0.005 0.002
Si 2.727 -2.745 14.97 0.002 0.004 -0.002
Si 5.453 -0.017 14.948 0 0.012 0.002
Si 8.168 2.731 14.915 -0.006 0.004 -0.003
Si 5.437 5.449 14.939 0 -0.002 0.007
Si 8.165 -8.149 14.902 -0.008 -0.004 0.003
Si 5.446 -5.45 14.945 0.002 0.004 -0.003
Si 8.16 -2.723 14.924 0.006 0.006 0.006
Si -5.447 -0.066 15.013 -0.004 -0.004 0.006
Si -2.731 2.683 14.977 0.005 0.004 0.001
Si -5.471 5.432 14.983 0.003 0.005 -0.001
Si -2.769 8.141 14.996 0.006 0 -0.005
Si -5.482 -5.488 15.013 0.001 0 0.001
Si -2.727 -2.758 14.996 0.003 0.001 0.004
Si 17.618 -1.087 0.035 0.064 -0.214 0.76
Si 20.391 1.502 0.338 -0.028 0.021 0.498
Si 18.278 3.753 -0.181 -0.112 0.141 0.642
Si 20.348 7.296 0.019 0.009 -0.276 0.668
Si 18.085 -6.813 -0.028 -0.278 0.052 0.668
Si 20.706 -4.127 -0.155 -0.211 0.159 0.687
Si 22.519 -0.723 -0.01 0.187 -0.119 0.687
Si 25.762 1.731 0.195 0.028 -0.298 0.653
Si 23.427 3.816 0.171 -0.118 0.172 0.669
Si 26.161 6.455 0.115 -0.067 0.213 0.712
Si 22.97 10.015 0.076 0.041 -0.128 0.674
Si 9.17 -3.782 0.283 0.128 -0.119 0.726
Si 12.562 -1.823 -0.083 -0.113 0.311 0.708
Si 15.399 1.119 -0.144 -0.233 0.131 0.743
Si 11.932 4.428 -0.243 0.182 -0.178 0.692
Si 14.676 7.237 -0.094 0.221 -0.174 0.709
Si 12.415 -6.865 -0.067 -0.234 0.123 0.669
Si 14.82 -4.043 0.004 0.253 -0.076 0.659
Si 18.992 0.083 1.519 0.017 -0.014 -0.054
Si 21.858 2.797 1.559 0.002 0.023 -0.025
Si 19.218 5.504 1.155 -0.005 0.036 -0.053
Si 21.88 8.368 1.375 0.022 0.003 -0.051
Si 19.204 -5.291 1.303 0.041 0.018 -0.03
Si 21.68 -2.514 1.286 0.033 -0.02 -0.048
Si 24.435 0.082 1.255 0.05 -0.043 -0.094
Si 10.819 2.747 1.048 -0.028 0.013 -0.048
Si 24.547 5.436 1.454 0.01 -0.024 -0.061
Si 10.904 -8.057 1.328 0.029 0.009 -0.032
Si 24.44 -5.125 1.398 0.05 -0.014 -0.055
Si 10.908 -2.69 1.385 -0.002 0.014 -0.056
Si 13.646 -0.006 1.051 0.028 -0.023 -0.054
Si 16.495 2.773 1.141 0.013 0.012 -0.073
Si 13.586 5.515 1.114 -0.021 0.004 -0.046
Si 16.371 8.305 1.174 0.026 0 -0.041
Si 13.567 -5.419 1.382 -0.003 -0.008 -0.034
Si 16.412 -2.748 1.204 -0.023 0.015 -0.043
Si 17.648 1.494 2.754 -0.022 0.007 0.039
Si 20.475 4.254 2.727 -0.041 -0.009 0.023
Si 17.719 6.831 2.497 0.017 0.013 0.011
Si 20.48 9.66 2.732 -0.013 -0.003 0.047
Si 17.747 -4.027 2.644 -0.027 0.006 -0.002
Si 20.35 -1.318 2.784 -0.007 -0.001 0.04
Si 23.204 1.366 2.816 -0.026 0.009 0.026
Si 25.875 4.123 2.893 -0.011 0.012 0.022
Si 23.182 6.899 2.689 -0.006 -0.011 0.007
Si 25.858 -6.689 2.588 0.018 0.024 -0.009
Si 23.072 -3.825 2.738 -0.032 -0.005 0.031
Si 9.531 -1.255 2.678 -0.036 -0.023 0.014
Si 12.244 1.388 2.416 -0.009 -0.009 -0.009
Si 15.017 4.142 2.437 -0.005 -0.003 -0.006
Si 12.282 6.844 2.62 0 -0.012 0.023
Si 15.019 -6.754 2.655 0.003 -0.011 0.017
Si 12.203 -4.083 2.744 0.012 0.017 0.024
Si 14.981 -1.344 2.535 0.019 0.006 0.037
Si 16.274 0.042 3.993 0.008 -0.027 -0.019
Si 19.082 2.841 4.042 0.021 -0.008 -0.003
Si 16.343 5.489 3.892 0.012 0.006 -0.013
Si 19.056 8.208 3.951 0 -0.014 -0.054
Si 16.362 -5.38 4.002 -0.007 0 0.003
Si 19.016 -2.689 4.099 0.001 0.001 0.028
Si 21.779 0.024 4.107 0.039 -0.025 -0.021
Si 24.515 2.735 4.186 0.029 0.007 0.015
Si 21.821 5.569 4.09 0.02 -0.006 0.012
Si 24.542 -8.057 4.02 0 0.02 0.007
Si 21.794 -5.297 4.088 0.008 0.034 0.01
Si 24.524 -2.603 4.08 0.014 0.002 -0.001
Si 10.925 0.108 3.955 0.012 0.005 0.02
Si 13.618 2.761 3.813 0.009 -0.003 0.01
Si 10.878 5.46 3.944 -0.012 0.009 -0.013
Si 13.647 8.182 3.994 -0.012 0.003 -0.004
Si 10.834 -5.435 4.071 0.009 -0.007 0.016
Si 13.624 -2.666 3.979 0.012 0.007 -0.009
Si 17.672 -1.359 16.249 0.002 0.001 -0.009
Si 20.399 1.368 16.259 -0.009 -0.006 -0.005
Si 17.689 4.128 16.237 -0.004 0.01 -0.013
Si 20.396 6.849 16.313 -0.004 -0.009 0.003
Si 17.703 -6.77 16.267 0.002 0.003 -0.006
Si 20.376 -4.09 16.289 -0.003 0 0.002
Si 23.113 -1.366 16.299 0.013 0 -0.006
Si 9.536 1.373 16.265 -0.007 -0.017 -0.006
Si 23.146 4.126 16.297 0.024 0.034 -0.008
Si 9.516 -9.501 16.262 0.007 -0.01 -0.01
Si 23.106 -6.766 16.316 0.025 -0.011 0.005
Si 9.516 -4.078 16.29 0.001 -0.014 -0.009
Si 12.246 -1.345 16.251 -0.003 -0.003 -0.004
Si 14.948 1.38 16.255 0.004 -0.007 0.001
Si 12.278 4.107 16.224 0.001 -0.004 -0.01
Si 14.981 6.868 16.251 -0.006 -0.001 -0.002
Si 12.239 -6.783 16.253 0.011 0.001 -0.004
Si 14.949 -4.058 16.239 0.004 0.002 -0.005
Si 19.049 -0.024 17.601 -0.007 0.007 0.01
Si 21.747 2.762 17.589 0.019 0.005 -0.014
Si 19.016 5.476 17.648 -0.007 -0.001 0.004
Si 21.744 8.22 17.688 -0.028 0.027 0.028
Si 19.016 -5.427 17.687 0.008 -0.01 0.011
Si 21.758 -2.766 17.642 0.003 -0.016 -0.014
Si 24.482 0.004 17.638 -0.002 -0.022 0.009
Si 10.95 2.726 17.579 0.013 0.017 -0.015
Si 24.537 5.43 17.7 0.006 0.002 -0.025
Si 10.831 -8.097 17.613 -0.015 0.003 -0.01
Si 24.44 -5.411 17.716 -0.004 0.021 -0.001
Si 10.898 -2.709 17.613 -0.012 0.01 0.001
Si 13.586 0.016 17.628 -0.008 0.014 0.004
Si 16.333 2.76 17.564 0.005 -0.003 0.017
Si 13.589 5.525 17.569 0.012 -0.005 0.007
Si 16.374 -8.129 17.636 -0.003 0.002 -0.003
Si 13.632 -5.452 17.598 -0.021 -0.007 0.007
Si 16.294 -2.703 17.607 0.007 -0.027 0
Si 17.678 1.362 18.904 -0.003 0.01 -0.045
Si 20.359 4.068 18.962 -0.03 -0.008 -0.018
Si 17.704 6.848 19.056 0.004 0.006 0.002
Si 20.377 -6.748 19.106 0.013 -0.01 -0.034
Si 17.59 -4.075 19.006 -0.011 0.005 -0.016
Si 20.381 -1.432 18.964 -0.026 0.007 -0.005
Si 23.09 1.403 18.929 0.04 -0.02 -0.005
Si 9.647 4.103 18.93 0.004 0.022 -0.031
Si 23.154 6.845 18.975 0.03 -0.02 -0.008
Si 9.511 -6.785 19.083 0.009 -0.022 0.007
Si 23.037 -4.097 19.12 -0.016 -0.012 -0.007
Si 25.845 -1.383 18.982 0.023 -0.008 -0.029
Si 12.235 1.371 19.009 -0.022 -0.02 -0.003
Si 14.991 4.184 18.87 0.015 0.001 -0.043
Si 12.204 -9.432 18.923 -0.005 -0.019 -0.028
Si 15.034 -6.76 18.981 0.025 0.017 -0.024
Si 12.244 -4.121 18.928 -0.021 0.003 -0.019
Si 14.95 -1.345 18.97 0.02 0.006 -0.015
Si 16.293 0.055 20.287 0.008 0.006 0.058
Si 19.04 2.669 20.311 -0.018 0.002 0.072
Si 16.301 5.487 20.35 -0.017 -0.016 0.045
Si 19.052 8.17 20.489 0.03 0.021 0.037
Si 16.3 -5.416 20.476 0.006 -0.009 0.042
Si 18.937 -2.719 20.339 0.012 0.008 0.056
Si 21.741 0.003 20.215 -0.001 -0.009 0.059
Si 24.47 2.621 20.389 -0.006 0.027 0.022
Si 21.727 5.445 20.242 0.008 0.019 0.062
Si 24.448 8.278 20.396 -0.042 0.005 0.051
Si 21.635 -5.367 20.599 -0.026 0.006 0.044
Si 24.461 -2.715 20.362 0.013 0.013 0.06
Si 10.915 0.015 20.447 -0.001 -0.013 0.065
Si 13.626 2.841 20.191 0.011 0.014 0.056
Si 10.892 5.55 20.336 -0.028 0.002 0.05
Si 13.612 -8.104 20.232 -0.006 0.006 0.049
Si 10.921 -5.422 20.403 0.009 0.018 0.061
Si 13.622 -2.784 20.256 0.014 -0.02 0.057
Si 17.813 -1.109 21.624 -0.167 -0.144 -0.747
Si 20.148 1.009 21.589 0.065 0.206 -0.73
Si 17.469 3.859 21.567 0.139 0.122 -0.778
Si 20.713 6.957 21.67 -0.24 -0.014 -0.758
Si 17.845 -6.613 21.815 -0.128 -0.117 -0.711
Si 19.907 -4.222 21.861 0.249 0.014 -0.699
Si 23.327 -1.038 21.558 -0.026 -0.172 -0.714
Si 9.185 1.092 21.664 0.309 0.122 -0.698
Si 23.359 4.359 21.531 -0.469 -0.49 -0.357
Si 9.372 6.668 21.781 0.167 0.184 -0.644
Si 22.827 -7.038 21.779 0.104 0.225 -0.723
Si 26.055 -3.948 21.564 -0.223 -0.074 -0.713
Si 12.115 -1.666 21.596 0.044 0.24 -0.703
Si 15.203 1.739 21.48 -0.07 -0.109 -0.755
Si 12.501 4.384 21.533 -0.108 -0.08 -0.717
Si 14.65 -9.685 21.591 0.242 0.034 -0.757
Si 12.588 -6.54 21.64 -0.194 -0.048 -0.757
Si 14.705 -4.22 21.776 0.239 0.111 -0.731
Si 10.91 -7.858 23.934 -0.087 -0.025 -0.111
Si 25.024 -6.774 25.975 0.054 -0.107 0.075
Si 9.102 -4.344 -2.62 -0.016 0.021 0.007
Si 9.787 -4.969 24.556 0.041 -0.068 -0.068
Si 20.346 -4.22 -6.645 0.032 0.064 0.022
Si 12.863 3.821 -3.254 -0.047 -0.076 0.139
Si 8.72 1.099 -3.012 -0.045 -0.097 0.044
Si 16.085 8.129 23.964 0.051 0.019 -0.098
Si 16.146 -2.46 24.015 -0.088 0.054 -0.182
Si 23.131 4.433 -2.753 0.016 0.032 0.057
Si 24.234 -5.149 23.734 0.006 -0.04 -0.058
Si 15.846 -0.104 25.912 -0.022 -0.034 -0.079
Si 16.945 -3.244 -4.185 0 -0.026 0.097
Si 17.931 -4.12 26.086 0.007 0.082 -0.01
Si 14.29 1.541 24.355 -0.01 0.086 -0.172
Si 22.592 2.017 -4.737 -0.027 -0.051 -0.007
Si 21.108 -0.648 -4.406 -0.044 -0.059 0.024
Si 21.025 6.484 -2.823 0.074 0.051 0.022
Si 22.889 -2.447 24.108 0.023 0.047 0.006
Si 13.606 7.911 -6.682 0.048 -0.122 0.023
Si 21.344 -7.549 -4.842 0.097 -0.068 -0.027
Si 10.632 7.699 -6.907 -0.133 0.004 -0.088
Si 10.239 3.149 -4.691 0.009 0.007 -0.02
Si 11.348 -6.295 -2.988 -0.012 -0.003 0.16
Si 12.366 -1.87 -3.062 -0.075 -0.148 0.077
Si 25.449 4.522 -6.97 0.145 -0.026 0.058
Si 16.359 -5.687 -2.258 0.039 0.049 0.075
Si 11.361 -2.948 26.129 -0.117 0.011 0.022
Si 12.122 3.454 24.398 -0.044 -0.036 -0.144
Si 30.015 1.943 -6.734 0.029 -0.027 -0.017
Si 9.362 7.801 -2.766 -0.047 0.076 0.078
Si 19.36 -2.297 -2.373 -0.007 -0.095 0.097
Si 16.764 3.793 -4.923 0 -0.017 -0.087
Si 12.485 -0.824 24.368 -0.048 -0.045 -0.127
Si 25.019 -6.228 -2.173 -0.017 0.221 0.178
Si 17.485 -4.539 -6.762 0.003 0.005 -0.112
Si 10.22 1.101 24.472 -0.045 0.003 -0.099
Si 10.45 -3.001 -6.566 0.078 0.053 0.084
Si 25.443 2.231 -5.056 0.045 0.042 -0.137
Si 18.03 6.675 25.757 -0.139 0.044 -0.081
Si 19.462 4.911 23.749 -0.003 -0.096 -0.288
Si 18.95 -0.082 25.828 0.066 -0.028 -0.082
Si 14.869 -0.844 -4.305 0.015 -0.055 -0.131
Si 9.234 5.932 -4.931 -0.025 -0.095 -0.026
Si 12.696 -4.42 -4.74 -0.065 0.038 0.003
Si 14.684 -5.723 -6.593 -0.115 0.133 -0.086
Si 8.862 -0.942 26.101 0.092 0.042 -0.048
Si 18.202 5.396 -2.808 -0.152 -0.018 0.091
Si 14.626 5.802 -4.79 0.037 -0.074 -0.012
Si 15.107 1.902 -3.187 -0.061 -0.089 0.095
Si 9.567 -1.661 -4.139 0.017 -0.019 0.108
Si 22.433 -4.846 -4.751 0.092 -0.065 0.027
Si 23.675 -2.445 -4.417 0.014 -0.057 -0.028
Si 16.1 7.504 -2.75 0.02 0.102 0.118
Si 17.648 -1.292 5.388 -0.021 0.004 0.01
Si 20.415 1.436 5.403 -0.025 0.017 0.012
Si 17.674 4.169 5.352 0.001 0.011 0
Si 20.405 6.897 5.393 -0.01 0.016 0.008
Si 17.703 9.551 5.351 -0.001 -0.008 0
Si 20.397 -4.018 5.459 0.007 0.001 0.011
Si 23.153 -1.3 5.473 -0.012 0.001 0.008
Si 25.882 1.343 5.473 -0.028 -0.017 0.007
Si 23.136 4.148 5.452 -0.015 0.003 0.01
Si 9.51 6.795 5.352 0.006 -0.016 0.002
Si 23.163 -6.712 5.397 -0.007 -0.002 -0.009
Si 9.487 -4.039 5.397 -0.014 0.002 0.019
Si 12.252 -1.294 5.326 -0.008 -0.006 0.014
Si 14.911 1.421 5.305 -0.018 0.004 0
Si 12.266 4.094 5.268 0.019 -0.003 -0.005
Si 14.999 6.814 5.328 0.01 0.004 0.014
Si 12.251 -6.796 5.363 0.005 -0.011 0.009
Si 14.979 -4.026 5.352 0.011 0.014 0.011
Si 19.036 0.061 6.739 0.012 -0.012 -0.004
Si 21.766 2.779 6.789 0.017 -0.009 -0.004
Si 19.041 5.51 6.735 -0.006 -0.003 -0.007
Si 21.784 -8.082 6.751 -0.007 0.003 -0.006
Si 19.042 -5.421 6.761 0.004 0.001 -0.008
Si 21.778 -2.671 6.803 0.003 -0.004 0.002
Si 24.498 0.038 6.845 0.006 -0.004 0.005
Si 10.9 2.772 6.692 -0.002 0.002 -0.01
Si 8.133 5.456 6.725 -0.004 0.006 -0.005
Si 10.877 -8.157 6.715 0.01 0.002 -0.002
Si 8.142 -5.416 6.763 -0.005 0.012 -0.004
Si 27.2 -2.718 6.818 -0.002 -0.001 -0.003
Si 13.588 0.061 6.711 -0.003 0.007 -0.006
Si 16.305 2.769 6.68 0.004 -0.006 -0.011
Si 13.614 5.45 6.67 0.008 0.001 -0.003
Si 16.335 8.19 6.708 0.001 -0.014 -0.004
Si 13.607 -5.403 6.704 0.001 -0.005 -0.004
Si 16.312 -2.673 6.745 -0.001 0.009 0.001
Si 17.664 1.419 8.078 -0.002 -0.001 0.001
Si 20.39 4.14 8.116 -0.01 -0.011 -0.006
Si 17.684 6.85 8.101 0.009 0.012 0.006
Si 20.414 -6.757 8.129 0.002 0.008 0.004
Si 17.677 -4.043 8.099 -0.01 0.003 -0.003
Si 20.398 -1.298 8.122 0.008 0.006 -0.003
Si 23.126 1.417 8.161 0.008 0.01 0.004
Si 9.518 4.104 8.073 -0.002 -0.008 -0.001
Si 23.125 6.856 8.132 0.001 -0.003 -0.01
Si 9.523 -6.789 8.091 -0.002 -0.005 -0.006
Si 23.134 -4.044 8.153 -0.012 0 -0.003
Si 25.851 -1.349 8.182 -0.009 -0.006 -0.003
Si 12.229 1.404 8.081 -0.004 -0.014 0.005
Si 14.96 4.112 8.069 -0.015 -0.007 -0.001
Si 12.25 6.804 8.059 -0.012 -0.007 0
Si 14.964 -6.768 8.066 0.006 -0.005 -0.004
Si 12.241 -4.043 8.067 0.006 0.007 -0.008
Si 14.946 -1.305 8.084 0.003 -0.003 0
Si 16.319 0.044 9.445 -0.005 -0.002 -0.001
Si 19.032 2.762 9.46 0 0.011 -0.001
Si 16.32 5.472 9.442 0.006 0.001 -0.003
Si 19.049 -8.127 9.472 0.005 -0.014 0.002
Si 16.316 -5.411 9.447 0.002 -0.002 0.002
Si 19.041 -2.683 9.463 0.016 -0.009 -0.002
Si 21.76 0.045 9.501 0.001 0.002 0.004
Si 8.165 2.745 9.462 0.002 -0.004 0.001
Si 21.766 5.482 9.483 -0.011 0 0
Si 8.168 -8.144 9.474 -0.001 0.004 0.002
Si 21.77 -5.407 9.497 0.009 -0.003 0.005
Si 24.485 -2.699 9.532 0.006 -0.009 0.003
Si 10.883 0.036 9.457 -0.002 0.005 0.004
Si 13.601 2.755 9.439 -0.001 -0.001 -0.002
Si 10.881 5.462 9.438 0.001 0.006 -0.001
Si 13.603 -8.138 9.423 0.002 0 -0.001
Si 10.884 -5.413 9.438 0.001 0.003 -0.001
Si 13.594 -2.683 9.439 0 0.011 0.001
Si 17.677 -1.321 10.814 -0.003 0.006 -0.004
Si 20.392 1.406 10.844 -0.004 0.001 0.002
Si 17.681 4.12 10.819 0 -0.01 0.003
Si 20.404 -9.487 10.842 -0.002 0.007 0.005
Si 17.68 -6.764 10.816 0.011 0.007 0.001
Si 20.4 -4.041 10.835 0.008 0.003 0.005
Si 23.121 -1.323 10.865 -0.003 -0.005 -0.001
Si 9.516 1.379 10.826 -0.007 -0.014 0.006
Si 6.805 4.083 10.849 0.004 0.003 -0.002
Si 9.53 -9.506 10.824 0.004 0.002 0.004
Si 6.807 -6.797 10.853 -0.002 -0.004 0.002
Si 25.845 -4.06 10.894 -0.004 0.01 0
Si 12.238 -1.332 10.812 -0.007 -0.001 0.001
Si 14.958 1.397 10.807 -0.004 -0.001 0.004
Si 12.237 4.105 10.805 0 -0.01 0
Si 14.959 6.832 10.801 0 -0.005 0.001
Si 12.246 -6.778 10.795 0.004 -0.005 0.001
Si 14.955 -4.046 10.801 -0.006 0.002 -0.003
Si 19.035 0.029 12.193 0.005 -0.006 0.002
Si 21.769 2.753 12.211 0.003 0.008 0.002
Si 19.046 5.468 12.194 0.001 -0.004 0.002
Si 21.767 -8.134 12.207 0.013 -0.01 -0.004
Si 19.042 -5.414 12.184 -0.002 -0.002 0.007
Si 21.76 -2.695 12.208 0 0.002 0.002
Si 24.492 0.025 12.232 0.001 0.002 -0.004
Si 10.881 2.744 12.175 0 0.003 -0.004
Si 8.165 5.455 12.194 -0.008 -0.002 -0.001
Si 10.892 -8.136 12.172 -0.002 0.006 0.004
Si 8.168 -5.425 12.196 0.002 0 0
Si 27.21 -2.702 12.246 -0.006 -0.01 -0.001
Si 13.603 0.028 12.166 0.005 -0.002 -0.003
Si 16.324 2.752 12.171 0.002 0.008 -0.005
Si 13.6 5.468 12.161 -0.011 -0.004 -0.006
Si 16.32 8.191 12.169 0.003 -0.005 0
Si 13.599 -5.412 12.162 0.006 0.006 -0.003
Si 16.319 -2.692 12.167 0.007 -0.003 0.001
Si 17.673 1.392 13.546 -0.007 0.003 0.006
Si 20.416 4.119 13.568 -0.007 0.007 0.009
Si 17.683 6.838 13.537 -0.004 -0.002 0.003
Si 20.403 -6.774 13.552 0.015 -0.012 -0.007
Si 17.678 -4.056 13.533 0.006 -0.002 0.003
Si 20.395 -1.339 13.558 0.001 -0.002 0.003
Si 23.128 1.386 13.581 0.013 -0.013 0.004
Si 9.524 4.095 13.548 -0.002 0.004 0.007
Si 23.121 -9.485 13.585 -0.011 0.012 -0.001
Si 9.532 -6.785 13.546 0.007 -0.008 0.009
Si 23.115 -4.056 13.579 0.003 0.004 0
Si 25.853 -1.337 13.6 -0.003 0.004 -0.001
Si 12.241 1.38 13.528 -0.003 -0.007 0.005
Si 14.968 4.115 13.522 0.005 -0.013 -0.003
Si 12.248 6.822 13.532 0.014 -0.013 0.004
Si 14.962 9.556 13.528 -0.008 0.012 0
Si 12.236 -4.058 13.529 -0.01 0.003 0.003
Si 14.961 -1.333 13.526 -0.002 0 0.003
Si 16.314 0.018 14.9 -0.002 0.001 0.006
Si 19.047 2.746 14.901 0.009 -0.004 0.006
Si 16.317 5.483 14.888 0.002 -0.001 0.001
Si 19.049 8.183 14.91 0 0.014 0.004
Si 16.328 -5.417 14.901 0.001 -0.002 0.002
Si 19.039 -2.716 14.907 0 -0.008 0.001
Si 21.766 0.005 14.921 0.001 -0.003 0.007
Si 24.494 2.739 14.952 -0.013 0.006 -0.007
Si 21.764 5.486 14.951 0.023 -0.01 -0.005
Si 24.474 -8.146 14.973 0.014 -0.015 -0.004
Si 21.755 -5.426 14.928 -0.017 0.001 0.009
Si 24.484 -2.708 14.941 -0.004 -0.002 0.006
Si 10.886 0.017 14.895 0.009 0.007 -0.001
Si 13.617 2.741 14.869 0.004 0.012 0.002
Si 10.886 5.465 14.898 0 0.001 0.004
Si 13.603 8.195 14.883 0.001 -0.006 0.001
Si 10.884 -5.413 14.905 -0.002 0.01 0.003
Si 13.599 -2.696 14.879 0 -0.003 -0.002
Si 33.745 -1.157 0.143 0.196 -0.05 0.727
Si -28.735 1.685 0.244 -0.084 -0.142 0.639
Si -30.974 3.813 -0.022 -0.254 0.128 0.719
Si -28.813 7.051 0.119 0.045 -0.152 0.731
Si -31 -7.036 0.03 -0.181 0.133 0.776
Si -28.366 -4.296 0.15 -0.137 0.205 0.736
Si -25.496 -1.664 -0.131 -0.201 0.052 0.677
Si -23.504 1.462 -0.241 0.355 -0.092 0.661
Si -25.666 3.781 0 -0.056 0.216 0.736
Si -22.835 6.503 -0.065 -0.066 0.119 0.68
Si -26.244 9.743 0.198 0.185 -0.04 0.793
Si 25.587 -3.818 -0.235 0.212 -0.199 0.65
Si 28.913 -1.76 0.094 -0.125 0.155 0.685
Si 31.49 0.921 0.301 0.069 0.205 0.726
Si 28.362 4.21 0.103 0.268 -0.118 0.722
Si 31.124 6.943 0.151 0.149 -0.141 0.701
Si 29.022 -7.067 0.076 -0.24 0.091 0.723
Si 31.204 -3.897 0.11 0.121 -0.203 0.759
Si -29.925 0.024 1.387 0.003 -0.009 -0.051
Si -27.172 2.795 1.517 0.027 -0.011 -0.014
Si -29.924 5.411 1.372 0.002 0.005 -0.054
Si -27.284 8.146 1.503 -0.029 0.001 -0.059
Si -29.917 -5.481 1.428 0.013 -0.019 -0.059
Si -27.117 -2.703 1.294 0.013 0.001 -0.046
Si -24.469 -0.07 1.264 -0.012 -0.002 -0.026
Si 27.265 2.776 1.582 0.016 0.022 -0.03
Si -24.447 5.378 1.237 -0.004 0.003 -0.036
Si 27.262 -8.121 1.271 0.017 -0.014 -0.083
Si -24.515 -5.466 1.327 -0.018 0.016 -0.056
Si 27.255 -2.894 1.251 -0.072 -0.014 -0.037
Si 29.931 -0.196 1.561 -0.016 -0.021 -0.053
Si -32.589 2.671 1.323 -0.014 0.035 -0.078
Si 29.925 5.399 1.408 -0.008 0.002 -0.044
Si -32.573 8.148 1.381 0.013 -0.017 -0.058
Si 30.065 -5.483 1.426 -0.016 0.03 -0.049
Si 32.669 -2.726 1.497 -0.011 0.018 -0.065
Si -31.264 1.365 2.783 -0.007 -0.006 0.018
Si -28.527 4.164 2.809 -0.036 0.002 0.013
Si -31.282 6.748 2.752 -0.009 -0.006 0.036
Si -28.596 9.513 2.856 0.001 0.023 0.048
Si -31.242 -4.108 2.778 0.01 -0.006 0.022
Si -28.513 -1.364 2.664 0.011 -0.007 0.012
Si -25.834 1.268 2.695 0.025 -0.006 0.009
Si -23.063 3.973 2.546 0.038 -0.026 0.017
Si -25.796 6.749 2.659 0.006 -0.026 -0.005
Si -23.111 -6.849 2.639 0.008 0.017 -0.001
Si -25.818 -4.075 2.723 -0.019 -0.013 0.027
Si 25.849 -1.379 2.552 -0.002 -0.026 -0.013
Si 28.609 1.306 2.794 0.021 0.004 0.013
Si -33.957 4.03 2.704 0.014 0.004 0.013
Si 28.573 6.831 2.739 -0.021 -0.007 0.013
Si -33.875 -6.807 2.791 0.003 -0.016 0.026
Si 28.59 -4.167 2.722 0.011 0.02 0.025
Si 31.304 -1.462 2.926 0.025 0.013 0.046
Si -32.61 0 4.162 -0.01 -0.008 -0.027
Si -29.887 2.734 4.115 -0.006 -0.001 -0.025
Si -32.642 5.403 4.104 0.005 0.004 0.003
Si -29.941 8.114 4.15 0.001 0.003 -0.013
Si -32.582 -5.444 4.167 -0.007 -0.002 0.006
Si -29.855 -2.723 4.07 -0.002 0.003 -0.011
Si -27.191 -0.036 4.084 -0.002 0.009 0.006
Si -24.432 2.661 3.986 0 0.03 -0.011
Si -27.14 5.478 4.121 -0.005 0.007 0.026
Si -24.461 -8.194 4.023 -0.007 0.012 0.008
Si -27.178 -5.426 4.114 0.008 0 -0.01
Si -24.439 -2.717 4.047 -0.011 0.006 -0.013
Si 27.172 -0.042 4.045 -0.018 -0.049 -0.011
Si -35.304 2.695 4.106 -0.004 0.015 0.004
Si 27.246 5.511 4.164 -0.013 0.008 0.012
Si -35.312 8.164 4.095 -0.012 -0.006 -0.014
Si 27.214 -5.463 4.078 -0.005 0 0.01
Si 29.898 -2.815 4.168 0.001 -0.012 0.015
Si -31.26 -1.318 16.341 0.005 0.01 -0.002
Si -28.544 1.384 16.357 -0.001 0.003 -0.002
Si -31.236 4.101 16.374 0.005 0 -0.001
Si -28.551 6.808 16.38 -0.016 0 0.01
Si -31.264 -6.792 16.335 -0.001 0.018 -0.007
Si -28.538 -4.073 16.333 0.008 -0.007 -0.005
Si -25.84 -1.324 16.322 0.004 0.007 0.002
Si 25.859 1.377 16.317 -0.013 0.013 0.003
Si -25.814 4.093 16.358 0.018 0.004 -0.001
Si 25.852 -9.528 16.307 -0.032 -0.029 -0.017
Si -25.794 -6.756 16.334 0.001 0.001 0
Si 25.818 -4.074 16.325 -0.006 -0.008 -0.011
Si 28.586 -1.336 16.333 -0.002 -0.001 0
Si -33.961 1.358 16.389 0 0 0.008
Si 28.573 4.072 16.337 -0.012 0.021 -0.003
Si -33.974 6.799 16.324 -0.001 -0.003 -0.013
Si 28.559 -6.801 16.311 0.003 -0.006 -0.012
Si 31.288 -4.066 16.307 0.004 -0.008 -0.001
Si -29.883 0.014 17.728 -0.017 -0.011 0.006
Si -27.189 2.745 17.727 -0.003 -0.01 -0.011
Si -29.883 5.433 17.791 0.01 0.001 -0.005
Si -27.198 8.244 17.664 -0.001 0.008 0.01
Si -29.928 -5.407 17.691 0.003 -0.021 0.021
Si -27.158 -2.722 17.681 -0.016 -0.004 -0.019
Si -24.51 0.067 17.684 -0.009 0.005 0.014
Si 27.221 2.711 17.713 0.021 -0.02 0.014
Si -24.417 5.463 17.678 -0.006 -0.014 -0.01
Si 27.184 -8.155 17.664 0.006 -0.016 -0.001
Si -24.43 -5.414 17.734 0.01 -0.002 0.006
Si 27.225 -2.73 17.643 -0.006 -0.002 0.011
Si 29.937 -0.001 17.752 0.003 0 -0.002
Si -32.57 2.724 17.735 0.006 0.003 0.016
Si 29.925 5.458 17.674 0.014 -0.011 -0.005
Si -32.591 -8.188 17.689 -0.008 -0.018 -0.008
Si 29.964 -5.474 17.646 -0.002 0.017 0.003
Si 32.592 -2.643 17.654 -0.017 0.004 -0.016
Si -31.201 1.371 19.139 0.003 0.034 -0.021
Si -28.5 4.07 19.166 -0.016 -0.009 -0.005
Si -31.238 6.832 19.128 -0.015 0.011 -0.014
Si -28.555 -6.734 19.074 0.008 0.012 -0.032
Si 33.934 -3.999 18.958 0.014 -0.006 -0.023
Si -28.514 -1.39 19.046 -0.014 0.022 -0.006
Si -25.859 1.411 19.123 0.022 -0.03 0.009
Si 25.897 4.056 19.111 -0.021 0.024 -0.007
Si -25.78 6.89 18.933 -0.007 0.019 -0.033
Si 25.846 -6.772 19.023 -0.007 0.009 -0.014
Si -25.809 -4.059 19.076 -0.014 0.004 -0.006
Si -23.072 -1.312 18.906 0.018 0.004 -0.037
Si 28.576 1.359 19.108 -0.02 0.017 -0.007
Si 31.305 4.112 19.019 0.008 0.008 -0.022
Si 28.557 -9.491 19.025 0.006 -0.013 -0.019
Si 31.301 -6.86 19.017 -0.021 -0.011 -0.019
Si 28.623 -4.096 18.972 0.009 0.015 -0.02
Si 31.273 -1.364 19.146 0.012 -0.018 -0.001
Si 32.633 0.036 20.482 0.012 0.018 0.054
Si -29.774 2.648 20.601 -0.013 -0.026 0.05
Si 32.637 5.464 20.428 -0.02 -0.004 0.074
Si -29.867 8.199 20.493 0.001 0.002 0.062
Si 32.628 -5.413 20.279 -0.01 -0.004 0.039
Si 35.266 -2.664 20.343 -0.013 0.026 0.052
Si -27.147 -0.097 20.467 0.008 0.004 0.052
Si -24.448 2.822 20.436 -0.014 0 0.036
Si -27.083 5.559 20.333 -0.002 -0.011 0.079
Si -24.467 8.257 20.326 0 0.003 0.046
Si -27.245 -5.311 20.467 -0.016 -0.007 0.055
Si -24.337 -2.698 20.294 -0.007 0.004 0.059
Si 27.214 -0.078 20.4 -0.002 -0.001 0.049
Si 29.967 2.763 20.412 -0.005 0.018 0.047
Si 27.302 5.473 20.463 -0.022 0 0.032
Si 29.91 -8.176 20.414 0.011 0.002 0.052
Si 27.281 -5.458 20.317 0.012 -0.02 0.052
Si 29.925 -2.811 20.465 -0.008 -0.012 0.068
Si 34.168 -1.146 21.782 -0.177 -0.117 -0.726
Si -28.691 0.895 21.92 0.101 0.286 -0.684
Si 33.811 3.86 21.675 0.158 0.134 -0.776
Si -28.17 7.092 21.719 -0.235 -0.065 -0.765
Si 34.221 -6.438 21.617 0.014 -0.209 -0.708
Si 36.355 -4.168 21.722 0.231 0.039 -0.654
Si -25.424 -1.209 21.665 -0.227 -0.064 -0.694
Si 25.63 1.046 21.682 0.077 0.169 -0.669
Si -25.463 4.554 21.682 -0.011 -0.122 -0.717
Si 25.531 6.571 21.594 0.515 0.517 -0.35
Si -26.042 -6.936 21.626 0.064 0.173 -0.716
Si -22.713 -3.576 21.742 -0.314 -0.488 -0.704
Si 28.252 -1.737 21.718 0.244 0.199 -0.744
Si 31.537 1.674 21.768 -0.171 -0.228 -0.717
Si 28.888 4.329 21.773 -0.176 -0.015 -0.662
Si 31.038 -9.72 21.78 0.211 0.117 -0.703
Si 28.76 -6.617 21.753 -0.071 -0.093 -0.655
Si 31.069 -4.458 21.749 0.006 0.181 -0.711
Si 31.905 -6.446 -7.102 0 -0.018 -0.044
Si -25.652 -5.866 24.462 -0.041 -0.047 0.002
Si 20.149 -2.739 24.719 -0.086 -0.049 -0.112
Si 27.653 -7.385 24.634 0.086 0.074 -0.058
Si -28.587 -2.907 24.619 0.05 -0.024 -0.163
Si 30.917 4.692 -6.969 0.011 0.047 -0.038
Si 26.187 0.91 -2.519 0.076 -0.047 0.054
Si 32.555 -0.947 -5.124 -0.025 0.049 0.02
Si 29.489 -2.05 24.449 -0.059 -0.095 -0.079
Si -29.058 5.108 -4.409 0.062 0.064 -0.017
Si -28.103 -5.407 26.005 0.139 0.051 -0.019
Si -29.747 3.311 -6.706 -0.039 -0.013 0.02
Si -31.18 -3.31 -4.179 -0.115 -0.07 0.01
Si -31.35 -4.081 -7.11 -0.046 0.081 -0.13
Si 31.07 1.852 24.729 0.01 0.039 -0.069
Si -29.3 -0.541 26.166 -0.013 -0.092 -0.094
Si -27.407 -0.073 -1.918 0.124 -0.149 0.031
Si -27.348 5.371 -2.155 -0.004 -0.037 0.043
Si -25.658 -2.72 24.466 -0.057 -0.032 -0.19
Si 30.973 6.058 -4.318 0.002 -0.1 0.028
Si -28.402 6.161 24.714 0.028 -0.035 -0.104
Si 26.477 7.524 -6.455 -0.023 -0.124 0.022
Si 25.428 6.252 -2.777 0.055 0.018 0.057
Si 27.963 -6.666 -2.698 -0.086 0.042 -0.031
Si 28.212 -1.284 -2.918 0.013 -0.111 0.065
Si -27.344 0.325 -4.907 -0.053 0.059 -0.032
Si -32.536 -5.408 -2.231 0.027 0.045 0.172
Si 29.344 -4.899 25.561 0.062 0.026 -0.009
Si 31.451 4.738 25.581 0.002 -0.023 0.076
Si -27.135 1.152 24.763 -0.039 -0.098 -0.153
Si 24.281 -7.802 -4.585 0.061 0.034 0.039
Si -29.611 -2.363 -1.922 -0.033 -0.023 0.169
Si 32.267 4.879 -1.929 0.062 0.108 0.081
Si 32.376 -2.665 23.95 -0.015 0.001 -0.162
Si -25.798 -6.86 -2.711 -0.061 0.014 0.049
Si -30.557 7.66 -4.823 -0.023 -0.097 -0.028
Si 27 2.88 23.82 0.066 0.006 -0.139
Si 25.001 -4.337 -5.892 0.021 -0.035 -0.099
Si -30.09 0.281 -6.463 0.04 0.014 -0.028
Si -32.405 -8.162 23.765 -0.087 -0.097 -0.128
Si -31.083 5.572 24.254 -0.105 -0.025 -0.042
Si -26.486 6.438 -4.829 -0.06 -0.162 0.131
Si 30.278 0.604 -4.106 0.008 0.045 0.233
Si 24.699 -0.705 25.83 -0.138 0.136 0.11
Si 27.542 -4.077 -4.38 -0.048 0.059 0.047
Si 24.731 5.118 23.965 -0.131 0.072 -0.194
Si 20.525 2.046 24.423 -0.077 0.016 -0.034
Si -26.245 4.038 24.577 0.017 -0.04 -0.141
Si 28.176 6.894 -4.05 -0.095 0.047 0.001
Si 30.131 2.61 -1.787 -0.057 0.032 0.008
Si 24.452 -1.397 -1.902 -0.011 -0.096 0.197
Si -26.408 -5.242 -6.501 0.017 -0.008 -0.006
Si -27.79 -7.204 -4.887 0.003 -0.038 0.123
Si 31.969 -7.423 -4.217 0.142 0.092 -0.113
Si -31.222 -1.374 5.459 0.007 -0.006 0.002
Si -28.53 1.348 5.446 -0.001 -0.011 0
Si -31.261 4.074 5.472 0 0.007 0.002
Si -28.524 6.804 5.483 0.001 0.009 0.01
Si -31.258 9.497 5.514 0.007 -0.007 0.01
Si -28.53 -4.072 5.47 -0.005 -0.008 0.004
Si -25.812 -1.383 5.429 -0.007 -0.011 -0.003
Si -23.101 1.328 5.389 0.002 -0.006 -0.002
Si -25.786 4.038 5.389 0.009 -0.021 -0.008
Si 25.858 6.889 5.448 0.015 0.007 0.006
Si -25.809 -6.825 5.417 0 0 0
Si 25.858 -4.048 5.406 -0.007 -0.005 -0.005
Si 28.542 -1.378 5.445 0.003 0.007 -0.007
Si -33.971 1.36 5.501 0.01 0.003 0.009
Si -36.668 4.089 5.457 0.008 -0.006 -0.011
Si -33.983 6.785 5.464 0.007 -0.001 0.001
Si -36.692 -6.801 5.451 0.003 -0.015 -0.002
Si -33.982 -4.121 5.513 -0.019 0.003 0.018
Si -29.883 -0.006 6.821 -0.001 0.005 -0.005
Si -27.158 2.711 6.783 -0.001 0.003 0.001
Si -29.891 5.432 6.824 0.004 0 -0.004
Si -27.171 -8.147 6.817 -0.013 0.008 0.001
Si -29.889 -5.439 6.832 -0.001 -0.005 0.001
Si -27.167 -2.722 6.818 0 0.006 0.001
Si -24.462 -0.008 6.777 -0.004 0.001 0.001
Si 27.244 2.725 6.807 0.01 -0.004 0
Si 24.506 5.501 6.796 -0.001 0 -0.002
Si 27.228 -8.128 6.831 0.003 0.001 0.003
Si 24.509 -5.39 6.792 0.009 -0.006 0.001
Si -21.766 -2.73 6.777 0.002 0.007 -0.007
Si -35.363 -0.011 6.807 -0.008 0.007 -0.001
Si -32.611 2.722 6.846 -0.002 -0.001 -0.004
Si -35.329 5.438 6.838 -0.008 0.001 0
Si -32.633 8.142 6.845 -0.007 0.01 0.001
Si -35.349 -5.464 6.853 0.011 -0.007 -0.001
Si -32.609 -2.721 6.819 -0.011 -0.005 -0.011
Si -31.248 1.352 8.182 -0.001 0.004 0.003
Si -28.524 4.064 8.16 0.001 -0.002 -0.005
Si -31.25 6.793 8.188 -0.002 0.002 -0.005
Si -28.53 -6.795 8.185 0.015 0.013 0.006
Si -31.261 -4.082 8.186 -0.001 -0.003 -0.007
Si -28.528 -1.363 8.179 0.007 0.001 0.001
Si -25.815 1.352 8.152 0.003 0.001 -0.004
Si 25.866 4.108 8.142 0 0.003 -0.007
Si -25.82 6.781 8.147 -0.006 -0.001 -0.008
Si 25.862 -6.756 8.165 0.005 0.008 -0.008
Si -25.82 -4.1 8.162 -0.008 -0.006 0.001
Si -23.119 -1.373 8.148 -0.004 -0.005 -0.005
Si 28.586 1.365 8.179 0.006 0.002 -0.006
Si -33.969 4.086 8.199 0.009 0.002 0
Si 28.579 6.808 8.181 -0.009 -0.002 -0.002
Si -33.987 -6.818 8.209 -0.024 -0.022 0.004
Si 28.571 -4.072 8.181 0 -0.002 -0.006
Si -33.983 -1.358 8.166 0.005 0 -0.005
Si -32.623 0.001 9.531 -0.009 0.006 -0.002
Si -29.891 2.719 9.532 0.005 -0.01 0.002
Si -32.609 5.444 9.555 0.002 0.002 -0.001
Si -29.895 -8.157 9.541 0 0.004 -0.002
Si -32.621 -5.441 9.548 -0.006 0.003 -0.001
Si -29.9 -2.717 9.538 -0.004 0 -0.003
Si -27.179 0.009 9.527 0.002 -0.002 0.006
Si 24.502 2.761 9.514 -0.009 0.003 0.004
Si -27.18 5.437 9.522 -0.005 0.006 0.003
Si 24.493 -8.127 9.506 0 0.006 0.006
Si -27.18 -5.437 9.54 -0.009 0.001 0.003
Si -24.474 -2.725 9.515 -0.005 -0.002 0.002
Si 27.219 0.011 9.533 0 -0.001 0.003
Si 29.945 2.722 9.542 -0.001 -0.005 0.006
Si 27.217 5.449 9.53 0.014 -0.006 0.005
Si 29.931 -8.167 9.562 0.008 -0.002 0.009
Si 27.213 -5.419 9.546 -0.007 -0.003 0.01
Si 29.941 -2.713 9.533 -0.002 0 -0.001
Si -31.263 -1.354 10.894 -0.002 -0.003 -0.002
Si -28.54 1.365 10.895 -0.002 0.002 0.002
Si -31.246 4.081 10.901 -0.003 0.003 0
Si -28.535 -9.522 10.893 0.002 -0.004 0.002
Si -31.255 -6.797 10.906 0.004 -0.008 0.003
Si -28.544 -4.078 10.897 0.011 -0.006 0.001
Si -25.829 -1.358 10.879 -0.003 0.002 -0.001
Si 25.857 1.384 10.877 0.002 -0.002 -0.002
Si 23.128 4.121 10.856 0.012 0.005 -0.004
Si 25.848 -9.499 10.872 -0.007 -0.008 -0.008
Si 23.129 -6.77 10.86 -0.01 0.002 -0.004
Si -23.116 -4.088 10.867 -0.003 0.003 -0.002
Si 28.582 -1.348 10.892 0.002 0.007 0.001
Si -33.974 1.364 10.898 0.008 0.007 0.003
Si 28.581 4.088 10.892 0.002 -0.001 -0.001
Si -33.976 6.798 10.913 -0.007 -0.002 0
Si 28.569 -6.79 10.904 -0.005 0 -0.001
Si -33.985 -4.073 10.9 -0.004 0 0.005
Si -29.911 0.014 12.256 -0.002 -0.002 0.002
Si -27.189 2.734 12.251 -0.002 0 -0.003
Si -29.893 5.446 12.263 0.002 0.002 -0.003
Si -27.18 -8.162 12.258 -0.004 0.001 -0.001
Si -29.892 -5.44 12.268 -0.004 0.018 0.001
Si -27.198 -2.701 12.246 -0.004 0.001 -0.002
Si -24.481 0.008 12.239 -0.006 -0.01 -0.008
Si 27.223 2.729 12.25 0 0.009 0
Si 24.486 5.467 12.235 -0.006 -0.003 0.006
Si 27.207 -8.156 12.252 -0.003 0.001 0.007
Si 24.483 -5.427 12.24 0.001 -0.009 0.003
Si -21.766 -2.722 12.228 0.003 -0.006 0
Si -35.336 0.008 12.256 0.001 -0.001 0.001
Si -32.614 2.727 12.256 0 -0.004 0
Si -35.335 5.434 12.265 0.005 -0.001 0.004
Si -32.62 8.167 12.266 -0.005 -0.003 -0.001
Si -35.352 -5.427 12.261 0 -0.011 0.003
Si -32.618 -2.714 12.258 0.002 0.007 -0.001
Si -31.257 1.383 13.626 -0.011 0.01 -0.003
Si -28.532 4.096 13.631 -0.002 -0.006 0.008
Si -31.259 6.803 13.622 -0.003 0 0.001
Si -28.532 -6.805 13.63 0.015 -0.012 0.004
Si -31.252 -4.069 13.617 0.006 -0.016 0.004
Si -28.556 -1.344 13.615 0 0.001 0.004
Si -25.837 1.371 13.604 0.007 0 -0.002
Si 25.851 4.096 13.589 0.001 0.004 -0.003
Si -25.826 -9.515 13.63 0.009 -0.001 0.002
Si 25.836 -6.797 13.604 -0.012 0.007 0.004
Si -25.836 -4.06 13.591 -0.016 0.011 -0.001
Si -23.121 -1.351 13.589 -0.002 0.008 -0.001
Si -36.69 1.373 13.617 -0.003 0.001 0.007
Si -33.972 4.073 13.63 0.011 0 0.001
Si -36.702 6.8 13.606 0.014 -0.016 0
Si -33.985 9.534 13.615 -0.008 0.011 0.005
Si 28.554 -4.067 13.613 -0.01 0.019 0.001
Si -33.975 -1.349 13.618 0 -0.003 0.009
Si -32.621 0.025 14.979 0.01 0 0.003
Si -29.895 2.743 14.993 -0.003 0 -0.002
Si -32.607 5.434 14.986 -0.005 0.005 0.001
Si -29.902 8.155 14.991 -0.004 -0.006 0.003
Si -32.616 -5.427 14.969 0.001 0.003 -0.002
Si -29.905 -2.702 14.988 -0.008 -0.001 0.005
Si -27.204 0.025 14.971 -0.009 0.002 0.003
Si -24.487 2.746 14.952 -0.012 0.002 0.002
Si -27.184 5.457 15.007 0.001 -0.003 0.004
Si -24.46 -8.144 14.976 -0.006 0.001 0.002
Si -27.17 -5.418 14.968 0.004 0 0.006
Si -24.49 -2.693 14.951 -0.005 -0.003 -0.002
Si 27.221 0.017 14.965 0.01 -0.002 0.002
Si -35.324 2.713 15.002 0.002 -0.012 0.007
Si 27.22 5.434 14.96 -0.007 0.01 -0.008
Si -35.342 8.162 14.966 0.003 -0.004 0.009
Si 27.188 -5.436 14.966 -0.006 -0.002 0.008
Si 29.924 -2.706 14.96 0 0.001 0.003
Si -15.076 -1.205 0.199 0.152 -0.143 0.737
Si -12.351 1.568 0.252 0.274 -0.28 0.583
Si -14.719 3.754 0.056 -0.386 0.338 0.619
Si -12.599 6.996 -0.014 0.125 -0.132 0.702
Si -14.838 9.211 -0.02 -0.099 0.221 0.722
Si -12.125 -4.374 0.019 -0.138 0.217 0.709
Si -9.15 -1.857 -0.024 -0.159 0.12 0.733
Si -7.187 1.61 0 0.254 -0.17 0.711
Si -9.261 3.997 0.126 -0.181 0.137 0.694
Si -6.424 6.936 0.223 -0.217 0.009 0.552
Si -9.885 -6.6 0.019 0.142 -0.21 0.744
Si -23.351 -3.989 -0.085 0.107 -0.077 0.674
Si -20.102 -1.752 0.01 -0.188 0.173 0.721
Si -17.394 0.898 0.128 -0.119 0.237 0.755
Si -20.555 4.299 -0.296 0.133 -0.318 0.663
Si -17.822 6.977 0.248 0.035 -0.133 0.665
Si -20.005 -7.131 0.222 -0.146 0.033 0.752
Si -17.816 -3.869 0.25 0.053 -0.174 0.76
Si -13.503 -0.059 1.469 -0.008 -0.001 -0.027
Si -10.793 2.782 1.467 0.032 0.02 -0.02
Si -13.666 5.417 1.345 -0.012 0 -0.053
Si -10.992 8.113 1.307 -0.035 -0.001 -0.063
Si -13.686 10.798 1.321 0.002 -0.026 -0.043
Si -10.868 -2.822 1.301 0.002 -0.023 -0.064
Si -8.17 -0.114 1.287 -0.008 0.003 -0.049
Si -21.752 2.629 0.977 -0.025 0.03 -0.047
Si -8.09 5.615 1.342 -0.009 -0.017 -0.04
Si -21.725 -8.26 1.334 0.002 -0.014 -0.042
Si -8.297 -5.608 1.486 -0.021 -0.014 -0.032
Si -21.769 -2.831 1.264 -0.025 -0.003 -0.044
Si -19.033 -0.157 1.386 -0.005 -0.016 -0.079
Si -16.353 2.638 1.323 0.016 -0.027 -0.064
Si -19.08 5.329 1.285 -0.023 -0.01 -0.036
Si -16.288 8.155 1.504 0.034 0.003 -0.053
Si -18.945 -5.501 1.497 -0.002 0.03 -0.021
Si -16.29 -2.7 1.537 0.013 0 -0.05
Si -14.944 1.336 2.742 -0.029 0.002 0.049
Si -12.24 4.117 2.742 -0.019 0.017 0.026
Si -14.984 6.717 2.786 0.021 -0.003 0.043
Si -12.314 9.465 2.721 0.015 0.021 0.044
Si -14.945 -4.147 2.761 0.015 -0.014 0.005
Si -12.16 -1.457 2.74 0.013 -0.015 0.021
Si -9.51 1.258 2.721 0.029 0.03 0.02
Si -6.83 4.129 2.727 0.019 -0.002 0.032
Si -9.563 6.827 2.693 -0.006 0.011 -0.008
Si -6.784 -6.844 2.805 0 0.022 -0.001
Si -9.592 -4.157 2.789 -0.019 0.004 0.024
Si -23.068 -1.388 2.634 0 -0.008 0.014
Si -20.435 1.336 2.533 -0.029 0.02 -0.006
Si -17.715 4 2.661 0.018 0.013 0.009
Si -20.392 6.699 2.714 0.015 -0.002 0.029
Si -17.6 -6.803 2.865 0 -0.009 0.045
Si -20.43 -4.149 2.717 0.002 0.01 0.019
Si -17.689 -1.391 2.858 0.002 0.018 0.048
Si -16.305 -0.001 4.132 0.001 0.006 -0.004
Si -13.595 2.714 4.083 -0.015 0.004 0.005
Si -16.374 5.355 4.077 0.001 0 0.004
Si -13.614 8.095 4.117 0.004 0.014 -0.01
Si -16.273 -5.449 4.192 0.009 -0.008 0.013
Si -13.564 -2.785 4.09 -0.001 -0.003 0.013
Si -10.867 -0.056 4.111 -0.016 0.015 0.011
Si -8.163 2.682 4.059 -0.011 0.004 -0.034
Si -10.875 5.452 4.093 -0.025 -0.003 0.02
Si -8.186 8.118 4.113 0.003 -0.009 -0.004
Si -10.952 10.809 4.123 -0.004 -0.005 -0.01
Si -8.19 -2.757 4.086 -0.015 -0.001 -0.02
Si -21.742 -0.004 3.991 0.018 -0.023 0.007
Si -19.085 2.65 3.995 -0.014 -0.018 -0.002
Si -21.773 5.338 4.021 -0.02 -0.012 -0.011
Si -19.034 8.094 4.081 -0.016 -0.018 -0.016
Si -21.782 -5.502 4.059 0.001 -0.002 0.01
Si -19.076 -2.787 4.113 0.01 -0.011 -0.003
Si -14.948 -1.377 16.267 0.009 -0.003 -0.017
Si -12.291 1.305 16.317 -0.015 0.016 -0.007
Si -15.012 4.025 16.306 -0.013 -0.007 -0.005
Si -12.249 6.81 16.282 -0.004 0.007 -0.021
Si -14.954 9.501 16.287 0.005 0.006 -0.027
Si -12.225 12.236 16.378 0.011 0.013 0.005
Si -9.579 -1.439 16.372 -0.02 -0.004 0.007
Si -23.136 1.403 16.312 0.006 -0.015 -0.014
Si -9.534 4.045 16.294 -0.006 0.01 -0.014
Si -23.076 -9.476 16.341 0.006 0.007 -0.003
Si -9.529 9.519 16.376 0.006 0.014 0.003
Si -23.141 -4.067 16.292 -0.001 -0.005 -0.012
Si -20.394 -1.342 16.264 0.011 -0.006 -0.028
Si -17.672 1.388 16.292 0.018 -0.005 0.002
Si -20.373 4.151 16.307 0.014 0.008 -0.005
Si -17.691 6.78 16.279 -0.008 -0.006 -0.008
Si -20.415 -6.801 16.274 -0.006 0.002 -0.012
Si -17.693 -4.077 16.273 0.004 0.007 -0.025
Si -13.623 -0.075 17.699 -0.011 -0.007 -0.003
Si -10.921 2.691 17.608 -0.001 -0.021 0.009
Si -13.648 5.445 17.561 0.02 0.005 -0.034
Si -10.928 8.172 17.682 -0.014 -0.002 0.01
Si -13.606 10.848 17.663 -0.015 -0.02 -0.012
Si -10.921 -2.735 17.845 -0.021 0.01 0.012
Si -8.191 -0.08 17.666 0.021 -0.001 0
Si -21.763 2.806 17.613 -0.025 0.022 -0.018
Si -8.178 5.391 17.663 0 0.014 0.011
Si -21.733 -8.095 17.726 0.011 -0.01 0.002
Si -8.186 -5.51 17.847 0.023 -0.011 0
Si -21.748 -2.715 17.588 -0.001 0.006 -0.006
Si -19.069 0.058 17.607 -0.017 -0.006 -0.016
Si -16.329 2.674 17.742 0.02 0.003 0.04
Si -19.032 5.5 17.719 0.014 0.016 0.015
Si -16.29 8.097 17.606 0.017 0.002 -0.005
Si -19.064 -5.441 17.6 -0.008 0.013 -0.001
Si -16.325 -2.702 17.595 0.017 -0.012 -0.008
Si -14.981 1.216 19.092 -0.036 -0.013 -0.003
Si -12.315 4.091 18.873 0.011 0.01 -0.015
Si -14.946 6.743 19.001 -0.011 0.001 -0.005
Si -12.313 9.484 19.088 0 -0.018 -0.039
Si -14.958 12.269 18.94 0.026 0.002 -0.035
Si -12.324 -1.344 19.215 0.007 -0.001 0
Si -9.606 1.285 18.946 -0.008 -0.008 -0.046
Si -23.041 4.131 19.072 -0.001 0.025 -0.004
Si -9.54 6.792 18.97 -0.005 0.011 -0.042
Si -23.004 -6.685 19.144 0.031 0.022 -0.007
Si -9.54 -4.125 19.192 -0.012 0.009 -0.017
Si -6.799 -1.44 19.011 -0.001 0.006 -0.029
Si -20.416 1.469 18.94 0.03 -0.019 0.001
Si -17.672 4.117 19.059 0.017 0.009 -0.059
Si -20.367 -9.416 19.115 0.005 0.002 -0.027
Si -17.667 9.483 18.859 -0.011 0.004 -0.043
Si -20.435 -4.094 18.96 -0.016 -0.006 -0.045
Si -17.692 -1.31 18.896 0.015 0.007 -0.026
Si -16.484 -0.087 20.473 0.042 0.039 0.035
Si -13.536 2.678 20.246 0.006 -0.035 0.044
Si -16.213 5.407 20.433 -0.001 -0.002 0.097
Si -13.673 8.051 20.448 0.006 0.029 0.051
Si -16.357 10.862 20.151 -0.031 -0.012 0.032
Si -13.777 -2.733 20.5 0.003 0.019 0.076
Si -10.897 0.071 20.505 -0.022 -0.013 0.06
Si -8.18 2.594 20.221 0.026 -0.004 0.023
Si -10.956 5.437 20.207 -0.013 0.011 0.033
Si -8.295 7.993 20.574 0.018 -0.003 0.078
Si -10.972 -5.477 20.496 -0.004 -0.009 0.058
Si -8.101 -2.755 20.474 0.03 0.004 0.076
Si -21.785 0.135 20.238 -0.015 0 0.049
Si -19.141 2.812 20.361 -0.019 0.014 0.059
Si -21.739 5.547 20.484 -0.019 0.011 0.043
Si -18.895 8.27 20.403 -0.01 -0.015 0.04
Si -21.608 -5.355 20.589 -0.029 -0.007 0.085
Si -19.055 -2.67 20.164 -0.01 -0.001 0.043
Si -15.602 -1.852 21.786 0.138 0.107 -0.677
Si -11.838 1.895 21.715 -0.05 -0.196 -0.684
Si -15.164 3.641 21.609 0.182 0.336 -0.732
Si -12.073 6.845 21.715 -0.137 -0.055 -0.638
Si -14.937 9.696 21.568 -0.149 -0.338 -0.656
Si -12.66 -4.382 21.746 0.326 0.379 -0.637
Si -9.262 -1.126 21.676 -0.099 -0.079 -0.697
Si -23.342 1.174 21.672 0.139 0.129 -0.675
Si -9.567 4.019 21.391 0.024 0.009 -0.447
Si -23.292 6.808 21.724 0.15 0.07 -0.591
Si -9.954 9.151 21.773 0.09 0.085 -0.742
Si -6.481 -3.724 21.945 -0.285 -0.358 -0.686
Si -20.487 -1.351 21.431 0.19 0.159 -0.726
Si -17.642 1.625 21.657 -0.17 -0.343 -0.71
Si -20.112 4.448 21.787 -0.376 -0.303 -0.62
Si -17.752 6.65 21.67 0.285 0.235 -0.653
Si -19.816 9.905 21.833 -0.153 -0.047 -0.546
Si -17.749 12.208 21.418 -0.048 -0.041 -0.401
Si -19.121 7.708 -6.038 0.046 -0.004 0.102
Si -5.349 -2.492 -6.605 -0.063 0.051 0.005
Si -24.687 -4.568 -4.101 -0.046 0.023 0.072
Si -22.253 -4.592 24.373 0.034 0.033 0.013
Si -13.424 -4.327 24.614 -0.014 0.035 -0.054
Si -19.874 3.369 -3.287 0.087 0.168 0.209
Si -23.091 0.336 -3.251 0.015 -0.018 0.167
Si -17.783 -6.455 26.061 0.052 0.063 0.007
Si -17.837 -1.426 25.923 -0.011 -0.103 -0.037
Si -12.24 2.191 -2.51 0.087 -0.044 0.008
Si -8.93 -3.976 -3.959 -0.089 -0.023 -0.003
Si -15.328 3.653 -5.671 0.043 0.04 0.051
Si -15.435 -3.42 -4.151 -0.128 0.072 0.045
Si -17.29 4.584 26.101 -0.182 0.103 -0.038
Si -19.404 0.399 23.858 -0.094 0.036 -0.194
Si -11.052 6.143 -4.999 -0.009 -0.039 0.041
Si -10.538 -1.667 -2.746 0.066 -0.097 0.037
Si -11.177 5.084 -2.063 -0.054 0.024 0.1
Si -9.843 -2.548 24.387 0.045 -0.035 -0.004
Si -19.909 4.891 24.726 0.143 -0.112 -0.098
Si -8.868 -4.577 -6.981 0.129 -0.04 0.04
Si -21.43 6.354 -7.084 0.026 -0.001 -0.052
Si -22.668 2.907 -4.6 0.081 0.026 -0.1
Si -21.684 -5.888 -2.084 -0.198 0.053 0.213
Si -20.688 -1.357 -3.049 0.131 0.002 0.092
Si -10 0.968 -4.172 0.013 -0.002 0.104
Si -16.532 -5.447 -2.117 -0.002 -0.128 0.146
Si -19.707 -3.996 25.938 -0.08 0.053 -0.013
Si -17.882 5.074 -4.794 -0.005 -0.046 0.008
Si -13.542 2.707 23.948 -0.065 -0.011 -0.086
Si -23.404 7.848 -2.834 0.064 0.009 0.087
Si -13.377 -2.542 -2.118 0.011 -0.088 0.133
Si -14.979 3.129 -2.849 0.119 0.027 0.156
Si -14.966 -1.881 24.662 0.064 -0.035 -0.006
Si -9.596 -6.913 -3.006 -0.08 0.007 0.049
Si -15.053 -8.171 -4.262 -0.002 -0.058 -0.042
Si -22.266 1.426 24.558 0.015 -0.004 -0.103
Si -23.24 -6.613 26.083 -0.021 -0.047 -0.135
Si -12.362 -2.154 26.08 -0.138 -0.111 -0.063
Si -17.95 7.068 24.628 0.061 -0.119 -0.093
Si -9.831 6.293 26.001 -0.107 0.068 -0.054
Si -15.402 2.301 26.188 -0.031 -0.005 0.01
Si -17.773 -1.241 -4.335 0.042 -0.02 -0.047
Si -23.536 5.671 -4.952 0.022 0.148 0.085
Si -21.576 -4.069 -4.255 0.025 0.07 -0.064
Si -21.812 -7.474 23.743 0.119 -0.071 -0.005
Si -24.498 -0.325 25.625 -0.152 0.1 -0.026
Si -12.416 5.356 24.476 0.02 0.063 -0.093
Si -16.817 6.606 -2.556 -0.012 0.079 0.085
Si -17.649 1.426 -2.847 0.011 -0.06 0.131
Si -25.071 -1.725 -4.663 0.182 0.129 -0.083
Si -15.24 -6.694 24.589 0.102 0.079 -0.072
Si -12.222 -7.316 -4.457 0.124 -0.033 0.045
Si -17.817 -7.278 -3.844 0.01 -0.009 0.002
Si -14.943 -1.405 5.437 0.001 -0.006 0.003
Si -12.246 1.326 5.434 -0.008 0.008 0.005
Si -14.977 4.042 5.444 0.006 0 0.006
Si -12.23 6.78 5.476 -0.002 -0.005 0.01
Si -14.94 9.466 5.498 0.01 0.001 0.013
Si -12.257 12.188 5.494 -0.007 -0.013 0.014
Si -9.518 -1.402 5.477 -0.002 -0.011 0
Si -6.828 1.326 5.454 0.009 0.022 0.001
Si -9.535 4.039 5.427 0.003 -0.011 0.001
Si -23.114 6.744 5.381 0.01 -0.003 -0.008
Si -9.54 9.485 5.466 -0.008 0.016 -0.006
Si -23.114 -4.103 5.414 0.007 -0.002 0.006
Si -20.415 -1.366 5.41 0 0.015 0.006
Si -17.712 1.347 5.426 0.007 0.014 0.006
Si -20.408 4.016 5.398 0.011 -0.002 0.006
Si -17.692 6.74 5.448 0.003 0.011 0.006
Si -20.408 -6.852 5.419 0.02 0.005 -0.004
Si -17.692 -4.107 5.483 -0.011 0.012 0.008
Si -13.599 -0.037 6.8 0.004 0.01 -0.002
Si -10.892 2.687 6.8 -0.006 -0.001 -0.001
Si -13.612 5.408 6.802 -0.011 0.003 -0.003
Si -10.883 8.13 6.844 -0.002 -0.007 -0.007
Si -13.604 10.836 6.857 -0.001 -0.014 0.001
Si -10.883 -2.761 6.827 -0.002 0.007 0.001
Si -8.178 -0.025 6.831 -0.005 -0.001 -0.005
Si -21.76 2.679 6.776 0.001 0.004 -0.006
Si -24.466 5.412 6.772 -0.006 -0.001 -0.007
Si -21.768 -8.21 6.768 -0.003 -0.006 -0.003
Si -24.466 -5.458 6.785 -0.008 -0.001 -0.006
Si -5.477 -2.73 6.84 -0.005 0.014 -0.016
Si -19.052 -0.024 6.787 -0.003 -0.01 -0.008
Si -16.344 2.692 6.798 -0.015 0.011 -0.002
Si -19.063 5.384 6.783 -0.004 -0.006 -0.003
Si -16.333 8.109 6.813 0.001 -0.005 -0.01
Si -19.057 -5.486 6.801 0.008 -0.005 -0.001
Si -16.32 -2.739 6.813 -0.007 -0.007 -0.006
Si -14.975 1.325 8.148 -0.016 -0.009 -0.008
Si -12.253 4.046 8.162 -0.009 0.001 -0.006
Si -14.964 6.765 8.17 0.005 0.011 -0.007
Si -12.238 9.486 8.204 0.009 0.022 0.003
Si -14.975 -4.109 8.18 0.002 -0.009 -0.004
Si -12.242 -1.389 8.171 -0.003 -0.005 -0.007
Si -9.539 1.335 8.18 0.002 0.009 -0.005
Si -23.111 4.058 8.136 0.006 -0.002 -0.004
Si -9.547 6.755 8.204 -0.006 -0.003 -0.001
Si -23.111 -6.827 8.136 0 0.004 -0.01
Si -9.521 -4.114 8.182 0.008 0.015 -0.006
Si -6.824 -1.378 8.203 0.01 0.009 0.004
Si -20.408 1.334 8.149 0.005 0.004 -0.003
Si -17.693 4.053 8.158 0.007 0.005 -0.003
Si -20.411 6.764 8.139 0.006 -0.004 -0.004
Si -17.69 -6.835 8.16 -0.007 -0.007 0
Si -20.405 -4.093 8.141 0.008 0.004 -0.008
Si -17.687 -1.376 8.153 0.014 0.012 -0.002
Si -16.331 -0.024 9.515 -0.008 -0.004 0.01
Si -13.613 2.683 9.512 -0.003 0.005 0
Si -16.331 5.411 9.515 -0.004 0.003 -0.001
Si -13.611 8.124 9.539 -0.004 -0.008 -0.007
Si -16.336 -5.471 9.528 -0.003 0.005 0.004
Si -13.605 -2.747 9.525 0 0.007 -0.005
Si -10.889 -0.032 9.537 0.002 0.008 0.006
Si -24.469 2.717 9.515 -0.006 0.006 -0.002
Si -10.91 5.399 9.552 -0.006 0 0.001
Si -24.473 -8.17 9.508 -0.002 0 0.004
Si -10.878 -5.468 9.546 -0.002 -0.019 -0.002
Si -8.173 -2.752 9.55 -0.008 0.007 0.002
Si -21.766 -0.013 9.516 0.005 0.002 -0.001
Si -19.054 2.697 9.509 -0.003 -0.009 0.001
Si -21.769 5.42 9.507 -0.008 -0.005 -0.002
Si -19.055 8.13 9.504 0.006 -0.002 0.003
Si -21.764 -5.452 9.497 0.002 0.001 0
Si -19.046 -2.737 9.51 0.011 0 0
Si -14.967 -1.384 10.872 0.002 -0.005 -0.006
Si -12.253 1.33 10.884 -0.007 -0.003 -0.002
Si -14.968 4.052 10.867 -0.009 0.001 -0.003
Si -12.259 6.77 10.906 -0.01 0.008 0.005
Si -14.967 9.494 10.887 0.016 -0.006 0.002
Si -12.244 -4.102 10.887 0.005 0.008 -0.004
Si -9.529 -1.389 10.902 0 -0.006 -0.002
Si -23.116 1.359 10.879 0.001 -0.005 0.003
Si -25.824 4.081 10.884 0.007 -0.006 0
Si -23.121 -9.529 10.869 0.007 0.002 -0.002
Si -25.827 -6.81 10.884 -0.005 0.009 -0.002
Si -6.82 -4.108 10.92 0.001 0 -0.001
Si -20.403 -1.369 10.872 -0.001 -0.001 -0.002
Si -17.694 1.34 10.864 0.008 0.012 -0.005
Si -20.412 4.065 10.864 0.012 0.009 -0.005
Si -17.687 6.783 10.862 0 0.001 0
Si -20.404 9.511 10.856 0.004 0.004 -0.006
Si -17.688 -4.095 10.876 -0.002 -0.002 0.004
Si -13.609 -0.033 12.235 -0.008 -0.001 0.004
Si -10.904 2.676 12.268 -0.009 0 -0.004
Si -13.62 5.402 12.248 -0.006 -0.006 0
Si -10.895 8.14 12.256 0.012 0.004 -0.003
Si -13.602 10.859 12.239 0.002 0.005 -0.001
Si -10.883 -2.752 12.253 0.002 0.014 -0.004
Si -8.176 -0.054 12.292 -0.005 -0.007 0
Si -21.765 2.726 12.243 0.004 0.008 0.004
Si -24.475 5.449 12.249 -0.008 0.006 0
Si -21.766 -8.157 12.215 0 0 0.001
Si -24.48 -5.433 12.234 0 -0.01 0.003
Si -5.468 -2.762 12.298 0.005 -0.011 0.003
Si -19.052 -0.001 12.235 0.011 0.001 0.004
Si -16.333 2.698 12.214 -0.005 -0.008 -0.002
Si -19.053 5.431 12.209 -0.002 -0.004 -0.003
Si -16.332 8.133 12.234 -0.017 -0.004 0.003
Si -19.052 -5.451 12.227 -0.002 -0.004 0.002
Si -16.32 -2.737 12.235 0.012 0.007 0.001
Si -14.974 1.341 13.568 -0.009 0.013 -0.002
Si -12.265 4.045 13.615 -0.008 0.005 0.004
Si -14.978 6.769 13.597 0.008 -0.003 0.008
Si -12.231 9.525 13.611 -0.009 -0.004 -0.001
Si -14.958 -4.102 13.596 0.016 -0.006 -0.003
Si -12.249 -1.395 13.595 0.006 -0.007 0.004
Si -9.548 1.308 13.631 -0.003 0.005 -0.003
Si -23.111 4.102 13.609 0.004 0.001 0.006
Si -9.539 6.782 13.613 -0.007 0.003 -0.004
Si -23.125 -6.801 13.581 0.012 0.009 0
Si -9.526 12.21 13.619 -0.001 -0.009 0.002
Si -6.829 -1.421 13.673 -0.001 0.008 0.007
Si -20.404 1.373 13.602 0.002 -0.004 0.008
Si -17.696 4.068 13.553 0.008 0.008 -0.003
Si -20.397 6.809 13.56 0.004 -0.001 -0.004
Si -17.686 9.509 13.579 -0.002 0.014 0.001
Si -20.41 -4.083 13.582 0.001 0.001 -0.001
Si -17.675 -1.358 13.576 0.006 -0.011 -0.005
Si -16.321 0.004 14.941 0.003 -0.008 0.008
Si -13.635 2.677 14.955 0 -0.014 -0.001
Si -16.351 5.394 14.935 -0.014 -0.004 0.007
Si -13.606 8.152 14.92 0.009 0.006 0.001
Si -16.328 -5.457 14.941 -0.005 -0.013 0.007
Si -13.583 -2.76 14.96 -0.01 -0.002 0.007
Si -10.91 -0.06 14.988 0.003 -0.002 0.011
Si -8.173 2.675 14.961 -0.002 0.004 0.003
Si -10.897 5.416 14.953 0.008 0.01 -0.001
Si -8.2 8.143 14.993 -0.008 -0.01 0.006
Si -10.873 10.882 15.001 0.009 0.004 0.003
Si -8.19 -2.797 15.038 -0.003 -0.009 0.003
Si -21.78 0.023 14.949 -0.006 -0.011 0.011
Si -19.04 2.75 14.948 0.006 0.014 0.009
Si -21.743 5.486 14.949 0.006 0.009 0.002
Si -19.047 8.155 14.931 0.009 -0.001 0.002
Si -21.78 -5.437 14.936 -0.015 -0.001 0.004
Si -19.04 -2.712 14.916 0.003 0.005 0.009
O 2.819 0.05 22.08 0.186 -0.082 0.226
O 4.499 6.589 26.129 0.137 -0.204 0.237
O 2.832 6.533 -4.901 0.136 -0.155 0.341
O 0.498 -7.213 25.553 0.141 -0.672 0.33
O 1.29 -5.337 -3.541 0.221 -0.03 0.123
O -3.499 -0.91 22.994 0.185 -0.339 0.126
O 3.622 6.023 23.046 -0.078 -0.008 0.263
O -6.627 -5.359 -1.063 -0.086 0.09 -0.309
O -0.456 5.746 -0.433 0.116 0.03 -0.589
O 6.509 -1.029 -1.413 0.469 -0.201 -0.269
O 2.726 2.37 -0.604 -0.13 0.425 0.266
O -6.417 0.425 26.019 -0.568 -0.032 -0.356
O -2.68 -5.532 22.221 -0.277 0.263 0.334
O 9.719 2.274 -3.455 0.192 0.181 0.459
O -1.814 1.098 22.951 0.026 0.134 0.351
O 8.301 5.472 22.161 -0.243 -0.047 0.074
O -5.191 -2.269 -3.259 -0.066 -0.491 0.367
O -8.088 -3.053 -0.463 -0.141 0.097 -0.361
O 6.849 3.381 22.792 0.084 -0.379 -0.065
O 1.502 4.525 23.051 -0.317 -0.023 0.348
O -2.782 -2.711 -0.048 -0.245 -0.094 -0.153
O -0.006 2.689 22.068 0.097 -0.145 0.254
O -6.406 1.821 22.841 -0.095 0.092 0.255
O -2.493 7.857 -0.349 -0.189 -0.183 -0.632
O -5.08 -6.206 -5.358 -0.253 0.042 -0.173
O -4.601 3.701 23.108 0.065 0.187 0.444
O -4.472 -3.609 -5.864 0.242 0.311 0.674
O -0.052 -0.148 0.067 -0.025 -0.046 0.008
O 1.706 -1.827 -1.024 -0.17 0.242 -0.087
O 2.339 -5.557 24.548 -0.373 0.512 0.009
O 3.807 -4.076 25.998 0.057 -0.429 0.625
O 8.145 -7.602 -3.351 -0.251 -0.121 -0.159
O 5.786 0.084 24.535 0.088 0.184 0.173
O 0.997 3.92 -1.598 0.074 0.4 -0.326
O -8.539 5.047 22.224 0.138 -0.118 0.366
O -8.525 -6.009 25.497 0.207 -0.416 -0.188
O 7.227 1.682 -3.27 -0.128 0.428 0.432
O 9.189 7.61 -1.177 -0.558 0.407 -0.075
O -1.607 7.308 23.21 0.578 -0.102 0.413
O 7.981 2.838 -0.459 0.327 0.178 -0.369
O -3.782 2.764 -3.691 -0.019 -0.059 -0.304
O 5.253 8.065 22.058 0.009 0.131 0.126
O -7.266 6.129 -4.483 -0.27 -0.463 0.327
O -3.54 6.725 24.976 -0.069 -0.037 0.13
O 0.706 1.701 -5.868 0.332 -0.273 0.505
O -2.854 5.362 22.112 -0.195 0.124 0.512
O 2.173 -2.916 -3.388 0.183 0.331 -0.457
O 4.163 -4.097 23.322 0.436 0.579 0.233
O -8.912 -8.165 -3.762 0.201 -0.245 0.095
O -6.119 1.583 -3.89 -0.333 0.561 -0.283
O 3.032 4.006 -5.362 -0.386 -0.582 -0.377
O 5.46 -2.297 25.366 0.279 -0.489 0.172
O -6.019 -6.996 -3.079 -0.613 0.077 -0.065
O -0.861 -3.511 -1.442 0.1 -0.236 -0.273
O 5.58 7.972 -5.277 -0.341 -0.026 -0.366
O -0.87 -3.913 23.121 0.294 0.134 0.06
O 4.601 1.769 22.881 0.028 0.662 -0.171
O -3.862 -7.592 23.278 -0.523 -0.063 0.054
O 2.694 -5.586 21.844 -0.293 0.168 0.159
O -0.673 3.627 -4.724 0.659 0.203 0.18
O 1.39 -3.891 -5.734 0.327 0.123 -0.034
O -3.88 3.958 -1.363 0.179 -0.535 -0.154
O 6.95 -6.599 23.164 0.083 0.542 -0.033
O -0.953 -6.545 -3.436 -0.149 0.243 0.256
O -8.348 6.105 25.402 -0.16 -0.37 -0.343
O 4.936 -5.913 -5.97 0.052 0.527 0.169
O -1.092 -5.125 25.497 -0.377 0.09 0.019
O 6.242 4.62 -1.329 0.241 0.158 -0.067
O 9.05 -2.829 -3.151 -0.608 0.24 0.223
O -5.071 7.48 -4.747 -0.046 0.008 -0.013
O 2.916 -7.979 24.859 0.367 -0.028 -0.344
O 2.641 2.55 -3.266 -0.111 -0.458 -0.171
O 1.147 -1.477 23.263 -0.479 -0.161 -0.008
O 9.52 -7.433 -6.889 0.058 0.409 0.527
O 5.315 -0.013 -3.604 -0.072 -0.402 -0.416
O 7.865 6.614 -5.44 -0.044 0.413 -0.649
O -7.648 -5.643 -6.96 0.288 -0.07 0.401
O 7.908 -1.514 24.933 0.16 -0.186 -0.413
O 6.336 -1.863 22.875 -0.58 -0.217 0.01
O 4.944 -6.151 24.794 -0.125 -0.192 0.312
O -1.674 1.126 -1.404 -0.679 0.126 -0.157
O 6.904 -7.076 -1.208 -0.157 -0.243 -0.027
O 12.076 -7.378 22.932 0.406 -0.242 0.304
O -9.363 -6.476 23.119 0.231 -0.071 0.235
O 2.643 -8.085 -0.476 0.242 -0.125 -0.261
O 0.817 1.268 -2.117 -0.024 -0.206 -0.132
O 17.14 -1.709 22.98 0.017 0.147 0.165
O -6.802 1.009 -1.461 0.543 -0.018 -0.198
O -4.319 -0.985 -1.177 -0.499 0.434 -0.179
O 8.062 -0.052 21.988 -0.012 0.008 0.223
O 4.065 -1.655 -2.106 -0.003 0.096 -0.424
O 26.292 -0.751 25.668 0.139 0.158 -0.624
O 4.657 0.751 -1.171 0.019 0.15 -0.272
O 10.936 -2.691 22.099 -0.166 0.063 0.526
O -2.635 -5.249 -5.204 0.5 0.344 0.233
O 5.276 -5.352 -0.272 0.134 0.312 -0.463
O -26.063 -0.881 -1.471 -0.024 0.161 -0.491
O -18.23 6.474 -5.5 0.306 0.017 0.01
O -26.493 -1.032 -4.925 -0.078 -0.34 0.183
O 4.998 2.495 -4.449 0.214 0.018 -0.267
O -6.42 -1.897 -5.545 0.011 0.455 -0.336
O 7.648 -5.034 -2.756 -0.57 0.498 -0.433
O 4.209 4.563 -3.015 -0.285 0.112 0.035
O -7.314 -0.715 -3.381 -0.197 -0.172 0.083
O 20.16 -3.331 23.208 0.147 0.238 0.26
O -13.625 -1.359 25.419 0 0.675 0.09
O 9.214 4.33 -5.121 -0.373 -0.116 -0.044
O -12.683 -3.75 25.938 0.369 -0.229 0.284
O -2.113 -7.491 25.315 -0.211 0.048 -0.05
O -5.289 5.259 -6.106 -0.202 -0.38 -0.34
O -4.452 -6.8 -1.051 0.092 0.245 -0.196
O -31.36 -0.428 -5.794 0.072 0.005 -0.098
O 0.643 -6.528 -1.262 -0.421 0.445 -0.146
O 14.341 -0.798 -5.84 -0.004 -0.116 -0.109
O -1.046 1.117 -3.989 -0.56 -0.07 -0.093
O 0.275 -0.878 25.68 0.241 0.403 0.175
O -2.674 -2.223 -2.953 -0.298 0.005 -0.386
O 18.978 -0.041 22.054 0.025 -0.252 0.035
O 23.421 4.512 23.176 -0.334 -0.304 0.269
O 15.389 -1.341 24.931 -0.311 -0.068 -0.032
O 17.612 -5.689 25.898 -0.253 -0.097 -0.171
O 17.608 6.902 -2.621 0.25 0.505 0.323
O 13.674 3.011 24.58 0.45 0.404 0.141
O 22.838 -8.006 -5.293 0.192 -0.106 -0.326
O 9.667 -4.425 -1.115 0.829 -0.492 -0.015
O 15.283 6.803 -1.539 -0.172 -0.453 -0.219
O -19.302 4.39 -4.416 -0.285 0.04 -0.434
O 22.899 -1.407 -1.461 -0.622 -0.295 -0.53
O 19.404 2.56 -0.5 0.118 0.035 -0.243
O 9.251 -4.369 23.151 -0.31 -0.157 0.111
O 15.279 -4.952 -1.285 -0.25 -0.259 -0.284
O 13.623 -5.387 22.201 -0.052 -0.171 0.624
O 26.752 1.426 -1.093 0.361 0.34 -0.125
O 14.429 1.188 22.793 -0.439 -0.532 0.016
O 20.148 -0.847 -5.707 -0.384 0.001 0.078
O 12.825 -3.369 -3.502 0.428 -0.223 0.177
O 8.089 -2.657 -0.198 0.012 0.037 -0.124
O 24.49 5.436 21.063 0.072 0.002 -0.547
O 18.164 4.466 22.902 -0.104 0.236 0.239
O 13.76 -2.884 -0.462 -0.139 0.246 -0.314
O 16.339 2.777 22.052 0.205 -0.301 0.227
O 11.167 2.292 24.979 -0.174 0.115 0.722
O 13.514 -7.999 -0.486 0.119 -0.147 -0.164
O 11.523 -3.852 -5.703 -0.073 -0.214 -0.206
O 9.485 1.677 23.156 -0.44 0.247 0.094
O 12.474 -5.895 -4.081 0.074 -0.543 -0.108
O 16.469 -0.064 -0.509 -0.179 0.039 -0.374
O 18.473 -1.524 -1.27 0.363 0.138 -0.424
O 21.317 -3.872 -5.427 0.032 0.355 0.087
O -0.38 -3.243 -3.934 -0.307 -0.024 -0.458
O 11.847 4.811 25.203 0.29 0.565 -0.347
O 23.552 -7.477 26.184 -0.001 -0.417 -0.147
O 17.752 4.406 -1.591 -0.343 -0.138 -0.077
O 10.055 -6.551 24.354 -0.425 -0.083 0.096
O -27.719 -5.966 -5.917 -0.547 0.334 -0.224
O -17.211 0.081 -3.607 0.263 0.041 -0.064
O 22.522 -1.375 -4.644 0.283 0.183 -0.198
O 25.431 6.854 -1.278 -0.419 0.28 -0.066
O 25.45 -7.797 -5.698 0.013 0.555 -0.203
O 14.387 -7.189 -5.995 0.399 -0.167 0.175
O 24.613 2.791 -0.311 -0.043 0.022 -0.203
O 28.12 -3.818 -5.885 0.487 0.152 -0.087
O 25.971 2.146 -3.53 0.275 0.336 0.211
O 21.794 8.075 22.208 -0.241 0.182 0.62
O 28.874 -1.417 25.788 0.229 0.063 0.282
O -16.714 -3.039 22.179 -0.084 -0.063 0.388
O 12.488 -1.994 25.472 0.257 0.199 0.082
O 11.819 3.664 22.827 -0.236 -0.132 0.058
O -14.927 7.285 -5.622 0.261 -0.501 -0.117
O 22.449 -1.581 22.818 -0.368 0.174 -0.011
O 9.371 6.307 -3.367 0.218 -0.443 0.427
O -28.076 6.411 -1.171 -0.051 0.206 -0.285
O 15.297 -7.174 24.969 -0.022 0.354 -0.055
O 23.187 -3.943 23.603 -0.109 -0.021 -0.196
O 27.283 5.349 -0.349 0.137 0.122 -0.462
O -31.172 7.114 23.752 0.337 0.277 -0.155
O 15.569 0.555 -3.939 0.565 0.045 -0.195
O 16.542 -4.694 -3.533 0.177 -0.129 -0.142
O 24.829 0.169 -2.014 -0.731 0.354 -0.257
O 15.193 -3.443 23.14 -0.285 0.247 0.413
O 17.405 -0.285 26.213 0.074 -0.434 0.26
O -26.711 -3.688 -6.779 -0.541 0.168 0.439
O 18.888 -5.439 22.32 -0.315 0.204 0.287
O 24.171 0.821 25.605 0.132 0.239 -0.39
O 15.844 -2.082 -3.949 -0.026 -0.045 0.128
O 17.195 -7.346 23.13 -0.043 0.122 0.45
O -24.058 -0.849 -3.779 0.19 -0.197 -0.022
O 23.519 -6.482 23.154 0.109 -0.451 0.318
O -6.739 -8.165 -0.863 -0.401 -0.095 0.044
O 10.446 6.661 -5.693 0.537 -0.189 0.265
O -27.772 5.558 -5.316 -0.023 -0.191 -0.561
O 25.867 6.048 -6.702 -0.09 -0.047 0.176
O 13.586 5.488 22.081 0.028 -0.021 0.354
O 10.178 -5.249 -3.397 -0.021 0.073 -0.73
O 11.582 3.892 -4.217 -0.054 0.386 -0.33
O 22.688 4.292 -1.2 -0.833 -0.149 -0.053
O 18.954 -4.925 -6.169 -0.034 -0.29 0.224
O 21.598 -6.088 -4.168 0.046 0.19 0.512
O 12.478 3.881 -1.681 -0.103 -0.444 0.007
O 10.764 -7.794 -3.149 0.071 -0.453 -0.248
O -23.121 -4.464 -4.402 -0.031 -0.053 -0.26
O 27.988 -7.3 23.039 -0.528 -0.344 0.201
O -19.229 -1.506 -3.698 0.088 -0.043 -0.187
O 26.067 -7.506 24.973 -0.212 -0.304 -0.146
O -20.284 -7.314 23.164 0.554 -0.268 0.006
O 11.598 7.862 25.263 -0.137 -0.463 0.076
O 20.73 7.749 -3.773 -0.233 0.191 -0.118
O -13.632 5.897 25.404 -0.369 -0.241 -0.036
O 21.248 6.974 -1.302 0.248 0.321 0.044
O -11.066 -6.327 25.17 -0.594 0.424 0.076
O -13.748 -7.289 -3.939 -0.16 0.448 0.235
O -29.028 -4.205 25.464 -0.841 -0.169 0.166
O 24.686 -5.35 25.271 0.119 0.581 0.358
O -21.521 -2.651 -3.509 -0.204 -0.013 -0.012
O -22.832 -5.054 25.816 0.106 0.327 0.611
O 23.936 -6.847 -1.136 -0.098 -0.66 -0.023
O -27.859 1.103 23.313 0.015 0.114 0.172
O -14.27 4.221 -6.769 -0.301 -0.408 -0.169
O 13.79 5.088 -3.612 -0.247 0.528 0.335
O 31.398 -6.963 -5.66 -0.136 0.066 0.141
O 3.296 -7.249 -4.572 -0.024 0.442 0.354
O -5.748 5.481 25.468 -0.163 -0.817 -0.021
O -8.71 1.475 -3.326 -0.268 0.262 0.084
O -32.455 -5.184 -6.758 0.111 0.09 0.357
O 29.979 5.451 22.301 0.063 -0.015 0.576
O 19.166 -7.977 -0.443 -0.071 0.042 -0.538
O -22.699 2.607 25.579 0.171 0.3 -0.052
O 31.076 -1.764 24.309 -0.002 0.391 0.103
O 8.801 -0.28 -3.854 -0.267 -0.148 -0.499
O 11.848 -1.659 -1.544 -0.639 0.113 -0.173
O 24.461 -0.006 22.153 0.034 0.09 0.317
O 21.428 0.449 -0.428 0.019 0.004 -0.55
O 15.078 7.446 22.927 -0.058 0.198 0.377
O 20.353 -1.249 -3.11 0.15 0.046 0.081
O 15.949 -7.197 -2.718 -0.038 -0.042 0.013
O 27.087 -2.813 22.107 -0.062 0.102 0.458
O 13.656 6.547 -5.828 -0.291 0.045 -0.147
O 21.84 -5.264 -0.541 -0.084 -0.081 -0.468
O 15.555 4.695 -5.545 -0.244 0.102 -0.663
O -17.279 7.161 23.152 0.441 0.55 0.121
O 5.824 5.134 24.389 -0.221 0.051 -0.493
O -5.038 5.105 -3.489 -0.184 0.047 0.144
O 9.392 -2.181 -5.656 -0.578 0.412 -0.205
O -26.463 6.232 -3.208 0.459 0.335 0.099
O 32.574 -7.598 25.241 0.342 0.017 0.371
O 24.367 5.443 25.488 -0.215 0.7 -0.024
O 27.85 -2.758 -3.486 -0.109 -0.109 -0.047
O -16.838 4.274 -5.748 0.022 0.203 -0.329
O 25.156 3.759 -5.559 -0.222 -0.006 0.391
O 30.053 8.061 -0.381 -0.178 0.058 -0.252
O 19.402 -1.316 24.876 -0.069 0.217 -0.056
O 31.588 7.411 23.102 -0.203 -0.098 0.295
O 13.012 -1.324 22.926 0.646 0.106 0.206
O 9.301 0.577 25.691 -0.263 0.315 0.273
O 11.899 -6.177 -1.462 -0.059 0.342 -0.14
O 17.699 -5.935 -1.368 0.274 0.009 -0.436
O -6.425 7.956 25.733 0.482 0.592 -0.196
O 15.033 1.776 -1.582 -0.085 0.196 -0.028
O -15.167 -3.824 -5.685 0.187 -0.264 0.089
O 25.345 6.446 23.229 -0.105 0.623 0.615
O 13.618 -0.903 -3.291 0.089 0.382 0.302
O -29.943 -0.107 22.289 0.064 0.089 0.519
O -27.095 5.307 25.071 0.054 0.187 0.728
O 30.948 1.245 23.233 -0.282 -0.51 0.226
O 3.288 -3.929 -1.194 -0.367 -0.331 -0.296
O -29.881 -2.68 -3.468 0.519 0.057 -0.373
O 28.805 -1.307 23.187 -0.141 0.355 0.109
O -28.528 6.355 23.116 -0.112 -0.095 0.193
O 25.485 -4.754 -1.605 0.314 0.042 -0.132
O -17.943 7.698 -2.958 -0.213 -0.218 0.074
O -19.85 3.908 -1.736 0.438 -0.062 -0.085
O -4.326 1.217 -5.748 -0.043 -0.41 -0.076
O -29.828 2.713 -0.438 0.142 -0.049 -0.51
O 25.537 -4.792 22.858 0.299 -0.212 0.33
O -32.379 -2.221 -4.191 -0.373 -0.029 0.459
O -25.348 -4.29 24.552 0.192 0.181 -0.086
O -27.721 1.098 -0.876 0.444 0.169 -0.075
O -15.363 7.155 -3.018 0.362 -0.244 0.083
O -24.375 5.67 22.244 0.059 -0.226 0.111
O -9.03 -3.841 -5.561 -0.076 0.243 -0.083
O 25.213 -2.305 -0.788 0.104 0.294 0.127
O -26.225 3.919 22.969 -0.531 -0.012 -0.041
O -30.92 4.548 23.033 0.304 -0.017 0.243
O 30.084 -2.81 -0.367 0.013 0.13 -0.389
O -32.571 2.751 22.143 0.071 -0.041 0.155
O 26.394 1.631 22.997 0.143 -0.289 0.197
O 19.469 -3.824 25.691 0.247 -0.293 0.221
O -15.636 -6.582 -1.359 -0.134 -0.212 -0.493
O 31.247 5.852 -5.896 0.388 0.336 -0.45
O 24.404 -2.81 -5.825 0.005 0.504 -0.469
O 32.611 -0.084 -0.358 -0.163 0.205 -0.54
O 1.258 -8.024 -3.321 -0.306 -0.526 0.258
O -22.918 6.746 -3.908 0.312 0.183 0.172
O -16.332 -7.211 -4.497 0.059 0.297 -0.535
O -24.808 -7.925 -3.418 -0.04 -0.384 -0.593
O -25.668 0.453 24.795 0.274 -0.11 -0.023
O -31.52 4.504 -1.417 0.165 0.003 -0.323
O 16.704 6.895 24.843 -0.378 -0.637 -0.285
O -28.317 7.567 25.477 0.122 0.064 -0.343
O -14.087 -2.76 -3.547 0.379 0.04 -0.253
O -26.652 1.517 -5.754 0.298 0.114 0.283
O -23.533 7.14 -1.387 -0.625 -0.063 -0.038
O -20.827 -4.077 -5.679 0.543 -0.027 0.196
O 31.193 7.563 -3.841 -0.238 0.16 0.496
O -24.614 2.639 -0.535 -0.101 0.146 -0.55
O 24.537 7.249 -3.649 -0.254 -0.12 0.118
O -30.414 1.858 -6.562 -0.683 -0.041 -0.041
O -27.106 -8.064 22.138 0.258 0.275 0.266
O -10.941 5.831 24.925 0.103 0.107 -0.34
O -31.732 -7.785 -4.161 0.417 -0.028 0.214
O -13.818 1.992 -2.802 -0.215 -0.636 -0.01
O -2.396 4.975 -3.26 0.289 0.569 0.684
O -29.028 -3.682 -1.205 0.135 -0.532 -0.324
O -20.457 4.154 23.377 -0.386 -0.155 0.282
O -11.985 6.298 -1.358 0.233 0.069 -0.529
O -18.983 -5.424 25.796 -0.257 -0.246 -0.167
O -29.878 4.022 -5.258 -0.575 -0.293 0.145
O -27.115 -2.476 25.118 -0.013 0.104 0.12
O -21.706 5.432 -0.605 -0.115 -0.064 -0.441
O -28.54 -3.299 23.054 0.542 0.056 0.077
O -22.726 1.794 23.048 0.317 0.194 0.078
O 31.906 -4.45 -1.246 0.091 0.283 -0.17
O -26.801 7.93 -5.345 0.268 0.055 -0.7
O 31.887 -3.926 23.06 -0.079 -0.529 0.221
O -20.619 -1.221 -1.437 -0.34 0.304 -0.114
O -23.042 0.111 25.08 0.245 -0.196 0.252
O -29.968 -5.348 22.182 -0.136 0.026 0.473
O 28.855 3.455 -1.268 -0.499 0.081 -0.642
O -20.701 7.405 -6.104 0.002 0.378 0.228
O -31.951 -6.903 22.889 -0.117 0.024 0.009
O -22.203 2.766 -6.132 -0.056 0.227 0.164
O -25.331 -6.338 22.957 0.415 0.246 0.092
O -22.326 -5.957 23.465 -0.159 0.144 -0.548
O 26.917 6.147 -3.377 0.118 -0.339 0.076
O -23.491 1.609 -4.144 -0.418 0.064 -0.358
O -25.259 -5.361 -5.381 0.09 -0.142 0.065
O 1.047 8.05 -5.891 0.01 0.38 -0.449
O -9.861 4.727 -1.2 -0.045 0.203 -0.285
O 30.348 3.418 -6.154 0.094 0.069 0.669
O -26.417 4.365 -1.321 0.236 -0.056 -0.088
O -30.714 -3.667 -5.687 0.677 -0.068 0.023
O 29.944 -5.568 22.247 -0.015 -0.137 0.079
O 20.895 1.464 22.959 0.674 0.245 0.078
O -12.618 5.971 22.978 -0.564 -0.388 -0.112
O -24.723 4.222 25.085 0.155 0.379 -0.154
O 21.73 1.734 25.426 -0.1 -0.043 0.252
O -31.823 -1.822 23.09 0.114 -0.014 0.293
O 1.173 2.701 25.92 -0.011 0.007 -0.327
O -22.66 -4.81 -1.331 -0.025 0.166 -0.085
O 19.213 1.307 25.032 -0.419 0.378 -0.336
O -9.331 -7.128 -1.424 0.385 -0.403 0.054
O -30.623 0.357 26.216 0.008 0.243 -0.279
O -10.661 2.999 22.135 -0.187 0.295 0.307
O 23.644 -5.245 -5.815 -0.138 -0.243 -0.595
O -22.442 -7.19 -2.657 -0.078 -0.099 -0.403
O -25.772 -2.111 22.972 -0.486 -0.479 -0.096
O -27.218 -6.055 24.811 -0.102 -0.479 -0.252
O 29.996 1.966 -3.259 -0.348 0.436 -0.233
O 1.087 -7.291 23.008 -0.577 -0.342 0.018
O -18.668 4.064 25.397 -0.072 -0.528 -0.107
O -25.828 -7.333 -1.176 -0.095 -0.496 -0.355
O 16.293 -5.612 -6.63 0.045 -0.394 -0.119
O 27.823 7.312 -5.581 0.346 0.049 -0.25
O -12.102 -6.362 -5.751 -0.099 0.279 0.123
O -27.264 -6.804 -3.398 -0.322 0.265 0.231
O -6.07 2.841 25.168 -0.52 0.639 0.236
O -22.498 5.555 -6.182 0.018 -0.434 -0.25
O -10.958 -5.437 -0.404 0.127 0.171 -0.081
O 28.268 -1.262 -1.308 0.07 0.387 0.053
O -29.899 -8.164 -0.431 0.097 -0.001 -0.542
O -10.76 5.513 -3.546 0.322 -0.066 -0.081
O -26.951 2.705 25.133 -0.197 0.014 0.266
O -4.162 1.34 24.159 -0.038 -0.198 0.416
O -28.046 0.419 25.872 0.088 0.169 0.364
O -24.402 -0.002 22.107 0.047 0.088 0.451
O -28.593 -1.141 -1.844 -0.291 0.304 -0.092
O 31.704 -6.306 -3.086 -0.655 0.136 0.161
O -7.601 -8.115 -6.024 -0.136 0.157 0.187
O -30.044 6.349 -4.026 -0.262 -0.059 0.481
O -21.582 -2.433 21.9 0.046 0.041 0.314
O 26.569 1.633 -6.055 0.107 -0.583 0.255
O -27.292 -5.43 -0.321 0.171 0.067 -0.29
O -17.953 -1.041 -5.93 -0.752 0.183 0.002
O -12.487 3.742 24.615 0.412 -0.392 0.621
O 18.366 -2.881 -3.505 0.431 -0.03 -0.508
O 28.206 -6.008 25.285 -0.424 0.056 0.184
O -6.839 -4.159 26.123 0.46 0.048 0.283
O 21.497 0.923 -4.265 -0.042 0.016 0.338
O 31.044 3.471 24.681 -0.288 0.139 -0.38
O -17.074 6.109 25.607 0.369 0.16 0.229
O -14.437 3.741 23.058 -0.381 0.616 0.325
O 16.975 -3.352 25.06 -0.086 -0.168 0.152
O -3.946 0.089 -3.466 0.433 0.066 0.068
O -23.615 4.184 -4.34 -0.553 -0.237 0.045
O -17.145 5.26 -3.364 -0.11 -0.399 0.459
O -15.078 -8.172 25.218 -0.291 -0.379 -0.278
O -12.082 3.759 -2.138 -0.365 0.058 0.203
O 31.778 6.204 -1.146 0.271 0.166 -0.25
O 26.42 -7.014 -2.338 -0.011 -0.494 0.16
O 21.681 -2.491 25.165 -0.066 0.008 0.844
O -31.583 -6.354 -1.326 0.207 0.083 -0.193
O 30.44 1.336 -0.866 -0.428 -0.267 0.11
O -32.265 -3.124 25.369 0.325 -0.585 0.03
O -15.999 3.722 25.695 0.133 0.22 -0.444
O -8.147 -0.029 22.191 0.062 -0.071 0.565
O 20.298 -7.402 -6.067 -0.484 -0.082 0.156
O -18.583 -0.357 24.992 -0.099 0.046 0.223
O -18.152 -7.842 25.344 -0.419 -0.115 0.319
O -22.153 -7.611 25.342 0.228 -0.267 0.631
O -19.886 -0.693 22.78 0.179 0.105 0.16
O 3.489 1.312 25.209 0.015 -0.487 -0.155
O -24.603 -2.112 -6.183 0.825 0.145 -0.276
O -16.931 6.347 -0.977 0.292 -0.377 -0.059
O -28.463 4.545 -3.006 -0.125 -0.627 0.254
O -9.686 -1.249 -1.434 0.025 0.562 -0.061
O -13.595 2.584 0 -0.1 -0.062 -0.029
O -23.103 -3.665 23.35 -0.205 0.074 0.236
O -15.665 -4.732 -3.254 0.569 -0.099 -0.047
O -8.38 -2.274 25.012 0.104 0.299 0.254
O 29.657 0.92 -5.554 -0.095 -0.226 -0.196
O -18.362 1.376 23.102 0.068 0.494 0.45
O 25.964 -4.426 -4.571 -0.055 -0.123 0.6
O -21.546 -0.075 -3.538 0.304 0.384 -0.115
O -9.95 -4.151 24.241 0.109 -0.016 0.043
O -6.963 -3.914 23.503 -0.256 -0.11 0.411
O -23.235 0.692 -1.666 -0.198 -0.309 -0.082
O -18.962 -2.87 -0.342 0.049 -0.047 -0.591
O -16.406 2.638 21.945 0.115 0.117 0.266
O 0.798 -3.335 25.043 0.392 -0.388 0.131
O -18.916 8.078 -0.292 -0.222 0.228 -0.162
O -25.325 -3.11 -3.881 -0.253 -0.011 0.367
O -16.728 -2.445 -4.057 -0.318 -0.258 -0.032
O -13.862 -5.865 24.762 0.366 -0.313 0.098
O -16.181 -0.115 -0.294 -0.135 0.037 -0.27
O -14.45 -1.841 -1.148 -0.052 0.106 -0.188
O -16.417 -5.921 25.381 -0.057 0.419 -0.007
O 29.263 -3.669 24.498 -0.224 -0.206 -0.357
O -14.796 -3.477 24.43 -0.581 -0.313 -0.072
O -14.479 1.832 24.937 -0.158 -0.55 -0.155
O -15.001 4.082 -1.528 -0.204 0.554 -0.248
O -22.593 7.665 22.951 -0.328 -0.062 0.467
O 22.142 2.763 -6.096 -0.122 0.524 -0.031
O 28.271 3.543 23.065 0.008 0.059 0.201
O -2.226 -0.056 25.18 0.175 0.419 0.37
O 8.061 4.001 25.068 0.425 -0.068 -0.086
O -29.518 -1.644 24.984 -0.522 -0.035 -0.17
O -24.73 -6.757 25.453 -0.126 -0.573 0.235
O -8.256 2.801 -0.352 0.081 0.047 -0.413
O 20.15 -3.476 -1.562 0.111 -0.434 -0.56
O 8.715 -4.779 25.748 0.02 0.29 0.037
O -11.043 8.011 22.254 -0.039 -0.104 0.026
O -16.966 -4.366 -1.028 0.113 0.393 0.017
O -29.764 5.398 25.162 0.037 -0.47 0.909
O -16.292 -1.602 25.516 0.154 -0.048 0.354
O -18.871 5.491 21.897 -0.021 -0.048 0.006
O -12.847 -3.886 -1.37 -0.39 -0.164 -0.517
O 15.681 1.319 25.133 0.414 0.476 -0.157
O 29.607 -0.738 -3.51 0.541 -0.24 -0.127
O -18.608 -2.829 25.797 0.121 -0.13 0.02
O 31.854 0.242 -4.274 0.446 0.509 0.412
O 18.699 -8.161 25.807 0.623 0.071 0.005
O -5.51 5.716 -0.409 0.046 0.081 -0.2
O -31.122 7.11 -6.234 0.038 -0.284 0.211
O -20.906 -5.177 -3.303 0.79 -0.071 -0.27
O -24.402 -2.815 -0.612 -0.082 -0.027 -0.475
O -11.899 7.496 -4.879 -0.064 -0.12 -0.489
O 20.289 6.025 22.932 -0.086 0.111 0.508
O -12.702 1.618 23.08 -0.205 -0.587 0.23
O -5.822 -1.992 25.144 0.418 0.106 -0.295
O -13.744 -5.577 21.878 0.152 0.024 -0.239
O -2.692 4.954 -5.831 0.245 -0.085 -0.134
O 28.317 7.59 25.253 -0.102 -0.458 0.013
O -15.615 -6.887 23.027 -0.575 -0.076 0.173
O 13.636 2.438 -3.61 -0.315 -0.341 -0.338
O 9.148 0.797 -1.478 0.439 -0.638 -0.094
O -15.454 2.048 -5.926 0.284 -0.401 0.418
O -12.644 8.146 26.058 -0.049 -0.008 -0.292
O -19.407 6.398 24.423 -0.38 0.294 -0.036
O 5.648 5.504 -5.964 -0.009 -0.44 0.309
O -24.594 -1.912 25.354 0.376 -0.197 0.465
O 19.795 5.464 -2.79 0.058 -0.185 0.134
O -21.399 3.047 -3.624 -0.24 -0.363 0.447
O 6.179 6.214 -3.418 0.154 0.002 0.048
O -10.137 -3.152 -3.256 -0.212 -0.366 0.212
O 28.552 -8.043 -3.292 0.246 0.003 -0.08
O 10.444 2.087 -5.88 -0.313 -0.387 0.088
O 1.144 5.527 -6.639 -0.31 -0.296 -0.555
O 17.057 -3.298 -5.812 -0.249 0.444 -0.331
O 19 5.61 25.096 0.43 -0.342 0.441
O 10.807 5.587 -0.549 0.318 -0.11 -0.458
O -1.876 1.931 -6.347 0.137 -0.118 -0.386
O -9.975 -1.85 22.942 -0.639 -0.091 0.126
O -17.88 -6.037 -2.814 -0.521 0.256 0.229
O 24.773 -1.948 -3.366 0.583 -0.149 -0.215
O -11.959 5.161 -5.891 -0.015 -0.464 0.131
O -32.437 5.331 25.06 -0.026 0.057 0.296
O -20.813 -3.928 24.739 -0.05 0.536 -0.415
O -12.098 -1.603 -2.362 0.015 0.393 0.025
O -8.957 -5.518 -3.502 0.037 0.061 -0.218
O 23.102 -3.814 -3.705 0.187 -0.136 0.611
O 17.434 2.824 -6.033 -0.177 -0.342 0.131
O -3.379 -7.251 -3.695 0.239 -0.118 0.462
O -7.517 -3.324 -3.545 0.086 -0.261 0.657
O -27.363 0.693 -3.334 0.068 0.624 0.053
O 25.858 3.984 23.948 0.017 -0.097 0.157
O 30.799 -5.632 25.506 0.29 0.32 -0.408
O -10.257 -0.6 -3.908 0.209 -0.133 -0.256
O 29.807 1.369 25.591 -0.1 -0.442 -0.166
O 24.055 1.381 -5.072 -0.071 -0.606 -0.331
O 5.837 2.565 25.061 0.07 -0.006 0.678
O -25.085 -5.408 -2.784 -0.085 0.577 0.501
O -13.694 8.128 -0.497 0.111 -0.065 -0.208
O -16.413 2.43 -2.955 0.039 0.072 -0.257
O -11.193 -6.861 -3.302 -0.196 0.052 0.101
O -0.649 6.247 -4.887 0.136 0.09 0.305
O -18.071 1.265 -1.297 -0.273 0.304 -0.085
O 11.084 -4.144 25.067 0.365 -0.044 -0.039
O -21.105 5.116 25.77 -0.292 0.18 -0.291
O -11.792 1.247 -1.262 0.414 -0.393 -0.21
O 3.303 3.83 24.804 0.194 -0.144 0.013
O -20.666 1.176 24.521 0.334 0.374 0.598
O -5.286 -2.638 22.145 0.007 0.083 0.191
O 24.185 -1.765 24.739 0.485 -0.077 -0.214
O -25.038 6.048 -5.414 -0.033 0.123 -0.376
O 24.323 -6.47 -3.63 -0.434 0.194 -0.116
O 12.482 0.823 -6.963 -0.184 0.126 0.439
O 2.837 -1.692 25.341 0.222 0.375 0.169
O 17.827 4.808 -4.261 -0.074 0.106 -0.31
O -31.655 -4.574 -3.295 0.119 -0.215 -0.229
O -15.105 -1.195 23.199 0.161 0.587 0.09
O 12.075 -7.946 -6.85 0.217 0.547 -0.068
O 22.792 3.083 -3.545 -0.014 -0.09 0.288
O -1.729 -7.524 -5.811 0.01 -0.208 0.022
O -18.742 -5.196 22.247 -0.089 -0.007 0.18
O -12.459 -4.002 23.332 0.159 0.441 0.215
O -9.603 6.472 -5.646 0.196 -0.286 -0.539
O 24.706 4.806 -2.805 0.218 -0.52 0.058
O -18.985 2.039 -3.499 -0.027 -0.502 -0.647
O 32.038 5.135 -3.509 0.384 -0.335 -0.43
O 2.067 5.996 25.208 -0.564 0.093 0.015
O -20.54 -6.357 -1.081 0.391 0.26 -0.381
O 30.292 5.856 25.508 -0.159 -0.047 -0.433
O -28.804 0.036 -5.523 0.008 -0.458 -0.127
O -14.723 3.973 -4.205 0.095 0.549 0.053
O 13.299 0.422 24.965 0.053 0.004 0.787
O 29.396 5.82 -4.001 -0.192 -0.539 0.31
O 11.006 -0.249 24.035 -0.11 -0.259 -0.148
O -6.828 6.733 23.371 0.08 0.298 0.004
O -9.743 1.149 -5.743 0.302 0.017 -0.003
O 7.221 -6.862 25.865 -0.058 -0.471 0.169
O 6.115 7.7 24.513 -0.112 -0.042 -0.101
O -18.893 -7.34 -5.047 -0.321 0.461 -0.117
O 32.408 1.346 25.465 0.469 0.352 -0.165
O 9.989 7.357 23.151 0.24 0.116 0.273
O 6.575 0.855 -5.726 0.491 -0.055 -0.254
O -0.471 -1.001 -2.548 0.414 0.03 0.036
O -30.981 -1.915 -1.188 -0.462 0.004 -0.44
O 4.486 6.586 -1.382 -0.2 0.018 -0.336
O 22.286 5.66 -3.375 0.07 0.066 -0.461
O 14.045 -4.57 -5.635 0.177 0.272 -0.045
O -11.303 1.828 -3.764 -0.195 0.292 -0.487
O 15.531 6.964 -4.146 0.205 0.407 -0.66
O -29.322 -7.645 -4.919 0.113 0.239 0.084
O 16.207 2.968 -3.659 0.331 -0.014 0.334
O -10.975 -1.883 25.31 0.013 0.57 -0.105
O 27.425 2.406 25.292 -0.017 -0.156 0.041
O 5.646 -6.515 -3.458 -0.239 0.273 0.416
O -3.319 4.257 25.891 -0.211 -0.442 -0.336
O 28.172 -5.401 -3.688 0.703 0.006 -0.382
O 27.095 -0.177 -3.289 -0.249 0.043 -0.604
O 31.388 3.586 -1.585 0.32 -0.316 0.481
O -1.686 -2.6 25.263 -0.366 -0.091 0.189
O 11.149 -1.387 -3.986 0.468 0.418 -0.275
O 31.552 -1.455 -6.294 -0.379 -0.116 0.065
O 28.663 -6.271 -1.299 -0.02 0.787 -0.049
O 20.32 3.628 24.197 0.325 0.167 0.061

Results
total energy: -406622.958 eV
total energy less fixed offsets of O -438.25, Si -107.07 eV per atom: -10.158 eV
